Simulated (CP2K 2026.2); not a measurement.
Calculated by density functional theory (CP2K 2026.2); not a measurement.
Periodic cell of 2016 atoms, Si1440O576, from a study of silicon, its oxide and their interface. The atomic structure is a simulated model.
Doubt: the forces sum to 4.95 eV/angstrom along one axis rather than to zero, so they err by at least 0.0025 eV/angstrom per atom on average; the grid cutoff is modest.

Settings: functional PBE; method Gaussian and plane waves; basis set DZVP-MOLOPT-SR-GTH; pseudopotentials GTH-PBE; grid cutoff 300 Ry, relative cutoff 40 Ry; k points Gamma only; occupations fixed; spin none; net charge 0.

Cell vectors (angstrom)
a	65.28	0	0
b	0	16.32	0
c	0.0632	0.3387	33.1596

Atoms and the computed forces on them: element, x, y, z (angstrom), force x, y, z (eV/angstrom)
Si	1.45	-1.6	0	-0.006	0.206	0.671
Si	4.176	1.419	0	-0.141	0.082	0.68
Si	0.925	4.522	-0.161	0.444	-0.371	0.592
Si	3.43	7.472	-0.144	0.065	-0.256	0.743
Si	1.254	-6.662	0.274	-0.022	0.017	0.545
Si	3.828	-3.543	0.216	-0.009	-0.108	0.598
Si	6.233	-0.934	-0.113	0.374	-0.178	0.703
Si	9.337	1.637	-0.073	0.264	-0.401	0.596
Si	7.083	3.957	0.074	-0.245	0.248	0.554
Si	9.914	6.679	-0.046	-0.311	0.206	0.659
Si	6.567	9.379	-0.25	-0.049	0.181	0.773
Si	9.06	12.093	-0.083	0.16	0.195	0.63
Si	12.4	-1.621	0.137	-0.12	-0.029	0.684
Si	15.307	1.07	0.1	-0.249	0.18	0.729
Si	12.032	4.292	-0.001	0.272	-0.166	0.683
Si	14.793	6.994	0.118	0.17	-0.123	0.846
Si	12.652	9.292	0.18	-0.24	0.075	0.737
Si	14.594	12.41	-0.051	0.275	-0.109	0.741
Si	17.488	-1.228	0.1	0.237	-0.172	0.809
Si	20.191	1.565	-0.105	0.193	-0.093	0.805
Si	18.039	3.873	0.006	-0.126	0.031	0.688
Si	20.606	6.749	0.351	0.046	-0.042	0.523
Si	18.41	8.957	0.022	-0.285	0.059	0.707
Si	20.587	11.954	-0.014	-0.028	0.122	0.706
Si	23.475	-1.655	0.332	-0.048	-0.067	0.732
Si	26.208	0.938	0.153	-0.128	0.26	0.685
Si	22.809	4.59	-0.245	0.103	-0.317	0.696
Si	25.818	6.801	0.059	0.222	-0.144	0.738
Si	23.856	9.249	0.045	-0.39	0.182	0.737
Si	25.786	12.594	0.036	0.267	-0.316	0.733
Si	28.606	-1.111	0.163	0.125	-0.203	0.719
Si	31.266	1.627	0.3	0.034	-0.148	0.8
Si	29.006	3.735	0.316	-0.14	-0.014	0.795
Si	31.531	6.342	0.514	-0.069	0.286	0.776
Si	28.647	9.396	0.063	0.11	-0.098	0.751
Si	31.864	11.678	0.23	-0.203	0.09	0.807
Si	34.298	-1.763	0.227	-0.055	0.179	0.839
Si	37.274	0.935	0.267	-0.223	0.008	0.733
Si	33.92	4.391	0.378	0.168	-0.266	0.75
Si	36.06	7.231	0.181	0.312	-0.063	0.763
Si	33.968	9.47	0.631	-0.038	-0.032	0.564
Si	36.344	12.286	0.426	0.176	0.134	0.642
Si	39.337	-1.311	0.563	-0.039	-0.026	0.558
Si	-23.169	1.343	0.56	0.061	0.011	0.568
Si	39.84	3.372	0.144	-0.135	0.303	0.85
Si	-23.594	6.969	0.026	0.136	-0.035	0.694
Si	39.589	9.379	0.008	-0.236	0.086	0.758
Si	-23.857	12.769	0.001	0.352	-0.055	0.798
Si	-20.943	-0.732	0.057	0.08	-0.299	0.783
Si	-18.08	1.521	-0.006	0.323	-0.187	0.71
Si	-20.102	3.959	0.147	-0.285	0.089	0.661
Si	-18.069	6.932	0.23	0.452	-0.15	0.532
Si	-20.248	9.286	0.29	-0.39	0.214	0.662
Si	-17.757	11.951	0.161	-0.302	0.377	0.607
Si	-14.97	-1.645	-0.03	-0.193	0.373	0.617
Si	-12.265	1.398	0.201	-0.077	-0.021	0.464
Si	-14.436	3.653	-0.286	-0.178	0.126	0.725
Si	-11.838	6.778	-0.129	-0.326	0.034	0.734
Si	-15.33	9.873	0.127	0.318	-0.315	0.645
Si	-12.583	12.509	0.032	0.387	-0.153	0.673
Si	-9.875	-0.668	-0.087	0.006	-0.192	0.644
Si	-6.625	1.114	0.064	-0.235	0.452	0.612
Si	-9.933	4.235	-0.09	0.356	-0.04	0.661
Si	-7.114	7.225	0.169	0.073	-0.249	0.704
Si	-9.118	-6.705	0.071	-0.263	0.146	0.637
Si	-6.519	-4.271	0.258	-0.083	0.15	0.682
Si	-4.332	-1.142	0.151	0.342	-0.166	0.587
Si	-1.435	1.687	0.004	0.046	-0.235	0.685
Si	-3.696	3.884	-0.175	-0.313	0.177	0.717
Si	-1.473	6.684	-0.089	-0.276	0.342	0.576
Si	-4.429	-6.588	0.094	0.269	-0.154	0.645
Si	-0.902	-4.484	-0.036	-0.159	0.025	0.698
Si	2.597	0.131	1.215	-0.01	-0.019	-0.078
Si	5.423	2.869	1.334	-0.029	-0.024	-0.031
Si	2.588	5.627	1.096	-0.008	-0.061	-0.098
Si	5.15	8.313	1.243	0.072	-0.055	-0.112
Si	2.714	-5.261	1.419	0.05	0.033	-0.051
Si	5.308	-2.391	1.538	0.036	-0.06	0.022
Si	8.087	0.003	1.085	-0.055	-0.019	0.005
Si	10.919	2.706	1.305	-0.03	-0.001	-0.024
Si	8.2	5.622	1.233	0.023	0.065	-0.014
Si	10.954	8.197	1.364	0.005	0.012	-0.032
Si	7.897	10.728	1.313	-0.08	-0.013	-0.022
Si	10.679	-2.834	1.182	-0.041	-0.013	-0.039
Si	13.642	-0.051	1.365	0.03	0.038	-0.03
Si	16.448	2.701	1.344	0.017	0.013	-0.016
Si	13.63	5.399	1.354	-0.037	-0.004	-0.055
Si	16.525	8.095	1.256	-0.005	0.054	-0.016
Si	13.687	10.885	1.474	0.017	0.01	0.021
Si	16.303	-2.853	1.272	-0.029	-0.028	-0.078
Si	19.145	-0.058	1.289	0.005	0.02	-0.044
Si	21.848	2.761	1.106	0.028	0.01	-0.059
Si	19.16	5.332	1.49	-0.023	-0.009	-0.046
Si	22.076	8.227	1.364	0.057	0.051	-0.025
Si	19.162	10.74	1.378	-0.006	0.01	-0.095
Si	21.883	-2.947	1.417	-0.068	-0.016	-0.074
Si	24.65	-0.091	1.558	-0.009	0.033	-0.017
Si	27.294	2.599	1.432	-0.008	-0.02	-0.038
Si	24.484	5.37	1.307	0.015	-0.018	-0.055
Si	27.43	7.912	1.409	-0.084	0.074	-0.067
Si	24.809	10.872	1.408	0.04	0.007	0.002
Si	27.4	-2.711	1.409	0.031	-0.008	-0.041
Si	30.095	0.01	1.545	0.021	0.02	-0.058
Si	32.812	2.725	1.615	0.003	0.029	-0.073
Si	30.051	5.182	1.816	-0.021	-0.009	-0.039
Si	32.575	8.029	1.758	-0.022	-0.042	-0.018
Si	30.027	10.761	1.436	-0.012	-0.005	-0.124
Si	32.756	-2.903	1.573	-0.012	0.023	-0.102
Si	35.483	-0.112	1.434	-0.045	0.006	-0.094
Si	38.243	2.535	1.669	-0.023	0.021	-0.07
Si	35.372	5.561	1.723	0.032	0.016	-0.057
Si	37.952	8.194	1.287	-0.006	-0.026	-0.066
Si	35.289	10.865	1.904	0.016	-0.001	-0.035
Si	37.964	-2.823	1.66	-0.047	-0.015	-0.04
Si	-24.528	-0.009	1.86	-0.02	0.009	-0.02
Si	-21.735	2.868	1.521	0.052	0.021	-0.023
Si	-24.625	5.324	1.335	-0.062	-0.026	-0.007
Si	-21.957	8.109	1.341	-0.047	0	-0.052
Si	-24.616	10.968	1.39	0.055	-0.045	-0.083
Si	-21.948	-2.611	1.179	0.02	-0.006	-0.129
Si	-19.259	0.138	1.485	0.048	0.004	-0.082
Si	-16.247	2.665	1.072	-0.007	0.009	-0.077
Si	-19.058	5.395	1.636	-0.027	-0.002	0.057
Si	-16.38	8.157	1.334	0.019	-0.046	-0.059
Si	-19.166	10.84	1.629	-0.012	0.008	0.028
Si	-16.585	-2.661	1.321	-0.012	-0.018	-0.01
Si	-13.764	-0.022	1.282	-0.016	-0.042	-0.035
Si	-10.943	2.817	1.478	0.028	-0.03	-0.023
Si	-13.544	5.488	1.058	-0.021	0.039	-0.082
Si	-10.817	8.37	1.252	0.027	0.052	-0.074
Si	-13.658	10.93	1.378	-0.026	-0.016	-0.026
Si	-10.879	-2.557	1.101	0.027	-0.02	-0.054
Si	-8.275	0.159	1.436	0.046	-0.029	-0.001
Si	-5.441	2.851	1.091	0.01	0.038	-0.047
Si	-8.24	5.433	1.165	-0.022	-0.013	-0.055
Si	-5.584	8.31	1.565	-0.01	0.01	0.003
Si	-8.047	-5.37	1.616	-0.01	0.028	-0.009
Si	-5.457	-2.639	1.501	-0.031	-0.01	-0.023
Si	-2.621	0.033	1.225	0.009	0.04	-0.062
Si	-0.031	2.932	1.333	0.022	0.01	-0.066
Si	-2.833	5.476	1.359	-0.019	-0.012	-0.011
Si	-0.237	8.229	1.321	-0.022	-0.045	-0.074
Si	-2.676	-5.464	1.227	-0.033	0.014	-0.072
Si	0.015	-2.803	1.374	-0.03	0.028	-0.064
Si	1.309	1.496	2.614	-0.008	-0.01	0.036
Si	3.99	4.274	2.535	-0.039	0.016	0.019
Si	1.225	6.867	2.602	0.039	-0.016	0.028
Si	4.027	9.673	2.746	-0.033	0.011	0.032
Si	1.349	-4.009	2.827	-0.001	-0.004	0.056
Si	3.912	-1.094	2.806	-0.007	0.039	0.05
Si	6.798	1.406	2.595	-0.005	-0.035	0.044
Si	9.528	4.152	2.618	0.007	0.008	0.038
Si	6.685	6.921	2.515	0.032	0.022	0.028
Si	9.449	9.509	2.642	0.018	0.024	-0.004
Si	6.685	12.308	2.641	0.005	0.005	-0.015
Si	9.435	-1.353	2.535	0.005	0.024	0.002
Si	12.277	1.352	2.663	-0.013	-0.009	0.015
Si	15.027	4.041	2.673	0.02	0.016	0.01
Si	12.282	6.787	2.727	0.013	0.03	0.049
Si	15.17	9.511	2.684	-0.03	-0.057	-0.008
Si	12.122	12.209	2.651	0.011	-0.01	-0.03
Si	14.999	-1.445	2.703	0.026	-0.01	0.015
Si	17.788	1.297	2.708	0.001	-0.028	0.024
Si	20.556	3.962	2.736	0.05	-0.024	0.02
Si	17.743	6.724	2.739	-0.011	0.001	0.014
Si	20.62	9.498	2.742	0.019	0.001	0.033
Si	17.719	12.137	2.639	-0.01	0.054	0.008
Si	20.511	-1.445	2.647	-0.015	-0.015	0.008
Si	23.18	1.391	2.621	-0.066	0.021	0.012
Si	25.863	3.995	2.69	0.018	0.023	0.001
Si	23.276	6.773	2.771	-0.029	0.007	0.01
Si	26.108	9.425	2.752	-0.008	-0.018	0.025
Si	23.286	12.088	2.789	0.019	-0.028	0.01
Si	26.025	-1.438	2.876	0.022	-0.019	0.02
Si	28.65	1.301	2.891	0	0.008	0.022
Si	31.459	3.923	3.115	0.027	-0.003	0.054
Si	28.643	6.646	2.938	0.022	0.012	0.022
Si	31.207	9.432	2.986	-0.008	0.01	0.029
Si	28.705	12.194	2.77	-0.026	-0.009	0.014
Si	31.386	-1.454	2.841	0.017	0.003	-0.002
Si	34.143	1.261	2.835	0.019	-0.048	0.003
Si	36.799	4.038	2.845	0.021	-0.008	-0.021
Si	33.986	6.762	3.133	-0.019	-0.01	0.03
Si	36.788	9.456	2.945	0.038	-0.053	0.019
Si	33.95	12.217	3.167	-0.021	0.03	0.064
Si	36.683	-1.41	2.992	-0.006	0.022	0.041
Si	-25.828	1.329	3.199	-0.003	-0.002	0.049
Si	-23.169	4.173	2.829	-0.02	-0.006	-0.024
Si	-25.998	6.733	2.686	-0.001	0.044	-0.007
Si	-23.203	9.578	2.719	-0.005	-0.042	0.026
Si	-25.905	12.16	2.938	-0.001	-0.009	-0.006
Si	-23.083	-1.436	2.923	0.067	-0.041	0.052
Si	-20.442	1.498	2.927	-0.015	-0.007	0.038
Si	-17.543	4.001	2.689	0.024	-0.069	0.05
Si	-20.543	6.8	2.799	-0.023	0.053	-0.017
Si	-17.709	9.471	2.837	-0.001	-0.032	0.007
Si	-20.58	12.347	2.687	-0.089	0.062	0.025
Si	-17.849	-1.283	2.724	0.011	0.024	0.003
Si	-15.057	1.371	2.649	0.004	0.014	-0.019
Si	-12.329	4.229	2.687	0	0.035	0.036
Si	-14.939	6.768	2.558	0.018	-0.006	0.013
Si	-12.264	9.57	2.667	0.009	0.013	0.023
Si	-15.1	12.306	2.685	-0.034	-0.021	0.033
Si	-12.291	-1.331	2.605	0.014	-0.027	0.032
Si	-9.544	1.51	2.813	-0.021	0.018	0.031
Si	-6.808	4.158	2.551	-0.015	-0.014	-0.039
Si	-9.529	6.884	2.609	0.012	0.002	0.041
Si	-6.809	-6.711	3.014	0.002	-0.009	0.031
Si	-9.577	12.404	2.617	-0.051	0.03	0.014
Si	-6.926	-1.29	2.746	0.016	0.003	-0.017
Si	-4.081	1.444	2.533	-0.001	-0.017	0.03
Si	-1.41	4.211	2.733	-0.014	0.009	0.016
Si	-4.169	6.855	2.714	0.015	0.01	0.006
Si	-1.472	-6.756	2.754	0.002	0.033	0.018
Si	-4	-4.044	2.676	-0.02	-0.051	0.036
Si	-1.346	-1.337	2.635	0.007	-0.003	-0.01
Si	-0.021	0.089	3.982	0.012	-0.024	-0.02
Si	2.697	2.854	3.949	0.021	0.03	-0.021
Si	-0.036	5.54	4.067	0.008	-0.001	0.02
Si	2.628	8.232	3.981	-0.025	-0.001	-0.038
Si	-0.057	-5.399	4.088	0.033	-0.005	-0.034
Si	2.665	-2.585	4.129	0.03	-0.02	-0.012
Si	5.419	0.16	4.059	0.032	0.007	-0.002
Si	8.159	2.772	3.961	-0.004	-0.006	-0.002
Si	5.39	5.545	3.936	-0.01	0.017	0.001
Si	8.082	8.172	3.982	-0.026	-0.012	-0.003
Si	5.398	10.988	4.089	0.024	0.027	0.02
Si	8.12	-2.689	3.97	-0.006	-0.01	-0.001
Si	10.838	-0.009	3.943	-0.012	-0.012	-0.014
Si	13.64	2.7	4.031	0.001	0.003	0.004
Si	10.885	5.444	4.047	-0.014	0.004	-0.014
Si	13.7	8.161	4.014	0.018	-0.008	-0.045
Si	10.817	10.857	4.028	-0.016	0.01	0.02
Si	13.548	-2.759	4.011	-0.009	0.021	-0.035
Si	16.378	-0.061	4.041	-0.007	0.007	-0.005
Si	19.146	2.637	4.088	-0.007	0.008	-0.003
Si	16.355	5.396	4.08	0.011	0	-0.004
Si	19.163	8.113	4.04	-0.029	0.037	-0.04
Si	16.42	10.853	4.105	-0.015	-0.003	0.017
Si	19.093	-2.775	3.993	0.007	-0.014	-0.01
Si	21.84	-0.031	4.005	0.009	0.016	-0.032
Si	24.516	2.672	4.087	-0.006	-0.024	-0.007
Si	21.866	5.396	4.088	-0.016	-0.006	-0.011
Si	24.644	8.121	4.123	-0.013	0.022	-0.052
Si	21.893	10.818	4.173	0.018	-0.001	0.039
Si	24.589	-2.803	4.143	0.018	-0.02	-0.008
Si	27.306	-0.059	4.246	0.004	0.019	0.01
Si	29.982	2.601	4.324	-0.002	-0.028	-0.013
Si	27.191	5.317	4.173	-0.034	-0.029	-0.014
Si	29.909	8.054	4.328	0.036	0.004	0.006
Si	27.351	10.825	4.161	0.033	-0.022	-0.007
Si	29.995	-2.773	4.203	-0.022	-0.006	-0.001
Si	32.737	-0.077	4.207	0.012	0.002	-0.046
Si	35.438	2.661	4.218	-0.016	0.022	-0.02
Si	32.698	5.359	4.449	-0.041	0.044	0.028
Si	35.409	8.144	4.345	-0.016	0.015	-0.026
Si	32.577	10.785	4.367	-0.026	0.012	-0.018
Si	35.36	-2.734	4.403	0.032	0.012	-0.014
Si	-27.234	-0.08	4.387	-0.009	-0.036	-0.018
Si	-24.413	2.781	4.308	0.022	0.007	-0.001
Si	-27.193	5.415	4.228	0.017	0.032	-0.003
Si	-24.564	8.138	4.056	-0.017	-0.008	-0.076
Si	-27.187	10.807	4.328	-0.035	0.014	0.016
Si	-24.487	-2.79	4.243	0.023	0.014	-0.02
Si	-21.758	0.021	4.228	-0.018	0.018	-0.032
Si	-18.96	2.775	4.171	-0.009	0.025	-0.029
Si	-21.823	5.478	4.224	-0.009	-0.009	-0.001
Si	-19.119	8.136	4.135	0.008	0.005	0.033
Si	-21.834	10.915	4.107	0.03	-0.029	-0.013
Si	-19.154	-2.682	4.088	-0.024	-0.027	-0.013
Si	-16.409	0.044	4.058	0.001	0.001	0
Si	-13.677	2.776	3.999	-0.02	0.035	-0.02
Si	-16.27	5.446	4.027	0.006	0.017	-0.015
Si	-13.625	8.167	3.983	-0.028	-0.02	-0.005
Si	-16.359	10.904	4.106	0.036	-0.01	0.008
Si	-13.661	-2.673	4.012	0.002	0.027	-0.042
Si	-10.959	0.06	4.025	-0.02	-0.031	-0.046
Si	-8.128	2.859	4.051	0.002	0.034	0.018
Si	-10.915	5.561	4.021	0.023	0.001	-0.038
Si	-8.237	8.17	4.132	0.007	-0.034	0.007
Si	-10.927	10.991	3.992	0.039	-0.003	-0.021
Si	-8.254	-2.641	4.092	0.021	-0.034	0.017
Si	-5.467	0.114	3.969	0.004	0.025	-0.041
Si	-2.776	2.776	3.999	-0.011	0.003	-0.031
Si	-5.518	5.485	4.028	-0.027	-0.01	-0.004
Si	-2.802	8.201	4.093	0.009	-0.002	-0.012
Si	-5.369	-5.312	4.155	0.017	0.014	0.009
Si	-2.707	-2.645	4.045	0.001	-0.033	-0.034
Si	1.346	-1.246	16.247	-0.009	0.01	0.002
Si	4.035	1.405	16.274	0.01	-0.01	0
Si	1.346	4.149	16.241	0.006	0	0.014
Si	4.069	6.809	16.317	-0.017	0.001	0.026
Si	1.343	-6.751	16.216	-0.019	-0.007	-0.004
Si	4.098	-4.042	16.196	0.031	-0.011	-0.009
Si	6.806	-1.33	16.258	0.01	0.011	-0.014
Si	9.441	1.325	16.317	0.014	-0.013	0.01
Si	6.696	4.077	16.333	-0.015	-0.01	0.007
Si	9.44	6.772	16.262	-0.01	0.001	0.012
Si	6.8	9.535	16.247	0.004	0.014	-0.013
Si	9.484	-4.079	16.323	-0.004	-0.011	0.02
Si	12.177	-1.362	16.273	0.013	-0.018	0.003
Si	14.916	1.358	16.288	-0.025	-0.024	0.028
Si	12.163	4.03	16.277	-0.015	-0.001	0
Si	14.902	6.774	16.281	-0.001	0.002	0.028
Si	12.183	9.528	16.273	0.01	0	0.002
Si	14.91	-4.107	16.258	-0.005	-0.006	0.001
Si	17.656	-1.366	16.271	-0.005	0.005	0.013
Si	20.446	1.357	16.308	0.007	0.004	0.005
Si	17.703	4.131	16.272	0.022	0.004	0
Si	20.38	6.8	16.386	-0.018	0.006	0.013
Si	17.661	9.491	16.298	0.005	0.019	-0.006
Si	20.366	-4.117	16.303	-0.002	-0.018	0
Si	23.116	-1.351	16.368	0.001	0.02	0.019
Si	25.84	1.38	16.364	-0.004	-0.003	0.001
Si	23.142	4.096	16.385	0.011	0.002	0.012
Si	25.869	6.769	16.43	-0.002	-0.013	-0.006
Si	23.103	9.49	16.388	0.004	0.002	0.016
Si	25.816	-4.1	16.384	0	-0.019	0.013
Si	28.606	-1.376	16.403	0.008	0.005	0.016
Si	31.279	1.323	16.461	0.004	-0.009	0.01
Si	28.572	4.053	16.467	-0.002	0.005	0.012
Si	31.264	6.731	16.332	-0.012	0.003	-0.002
Si	28.516	9.47	16.383	0.006	-0.006	0.005
Si	31.247	-4.141	16.431	0.003	0	0.017
Si	33.974	-1.36	16.412	0.01	0.012	0
Si	36.72	1.272	16.421	-0.024	-0.012	-0.001
Si	33.986	4.009	16.413	0.006	0.009	0.018
Si	36.697	6.736	16.408	-0.026	0.014	-0.008
Si	33.994	9.481	16.402	-0.001	0.014	0.007
Si	36.733	-4.141	16.371	0.004	0.014	-0.004
Si	-25.82	-1.445	16.455	0.006	0.006	0.014
Si	-23.109	1.302	16.423	-0.014	0.006	0.002
Si	-25.806	4.015	16.408	0.008	-0.001	0.005
Si	-23.065	6.728	16.389	-0.014	-0.019	-0.001
Si	-25.817	9.472	16.377	-0.01	0.025	0.011
Si	-23.089	-4.136	16.457	-0.025	0.005	-0.007
Si	-20.344	-1.399	16.457	-0.001	-0.006	0.022
Si	-17.657	1.341	16.432	-0.027	-0.011	0.019
Si	-20.357	4.039	16.429	-0.022	-0.002	0.02
Si	-17.649	6.821	16.37	0.009	-0.024	0.012
Si	-20.369	9.492	16.435	-0.012	0.007	0.018
Si	-17.627	-4.049	16.42	-0.023	-0.005	0.004
Si	-14.939	-1.332	16.41	0.023	-0.019	0.026
Si	-12.194	1.406	16.359	0.014	0.003	0.027
Si	-14.91	4.111	16.33	0.005	-0.019	0.012
Si	-12.216	6.872	16.285	0.02	-0.003	0.008
Si	-14.897	9.59	16.36	0	0.022	0.01
Si	-12.253	-4.034	16.312	0.017	-0.034	0.005
Si	-9.503	-1.293	16.269	-0.001	-0.009	0.012
Si	-6.732	1.467	16.175	0.001	0.039	-0.008
Si	-9.489	4.168	16.245	-0.01	-0.019	0.018
Si	-6.772	6.922	16.229	-0.018	-0.002	0.021
Si	-9.467	9.64	16.231	0.003	0.002	-0.006
Si	-6.763	-4.006	16.255	0.015	-0.016	0.031
Si	-4.026	-1.277	16.205	0.002	-0.012	0.009
Si	-1.321	1.454	16.259	0.002	0.002	0.01
Si	-4.014	4.211	16.23	0.023	-0.019	-0.001
Si	-1.346	6.899	16.253	-0.012	0.025	0.012
Si	-4.061	9.648	16.22	0.007	0.016	-0.003
Si	-1.373	-4.005	16.205	-0.005	-0.01	0.005
Si	2.678	0.094	17.667	0.001	0.031	0.048
Si	5.304	2.731	17.732	-0.002	0.025	0.036
Si	2.673	5.441	17.672	0.025	-0.019	0.031
Si	5.472	8.187	17.625	0.011	-0.004	0.026
Si	2.741	-5.41	17.514	0.015	0.004	0.009
Si	5.473	-2.724	17.566	-0.003	-0.042	0.006
Si	8.085	-0.012	17.736	0.018	-0.032	0.032
Si	10.804	2.665	17.671	-0.016	-0.004	0.003
Si	8.09	5.412	17.662	0.032	0.031	0.027
Si	10.762	8.18	17.587	0.005	0.015	-0.009
Si	8.119	10.85	17.685	0.017	-0.021	0.01
Si	10.827	-2.69	17.681	-0.012	0.001	0.049
Si	13.51	0.001	17.642	0.009	0.027	0.002
Si	16.327	2.77	17.551	0.007	0.014	-0.006
Si	13.498	5.409	17.614	0.002	-0.024	0.039
Si	16.308	8.105	17.628	0.003	-0.004	0.017
Si	13.549	10.874	17.646	-0.016	0.038	0.019
Si	16.262	-2.729	17.591	0.003	-0.014	-0.011
Si	19.087	-0.039	17.6	-0.015	-0.01	0.005
Si	21.768	2.742	17.715	-0.006	-0.029	0.007
Si	19.033	5.432	17.76	0.001	-0.02	0.002
Si	21.732	8.157	17.769	-0.01	0.016	0.047
Si	19.005	10.857	17.676	0.015	-0.017	0.026
Si	21.741	-2.772	17.648	-0.016	-0.009	-0.019
Si	24.461	0.073	17.714	-0.021	-0.005	0.009
Si	27.198	2.669	17.796	0.013	0.005	0.018
Si	24.529	5.409	17.79	-0.004	0.007	0.022
Si	27.213	8.137	17.813	0.03	-0.015	0.03
Si	24.453	10.863	17.751	-0.002	0.009	0.005
Si	27.258	-2.777	17.691	0.014	0.002	0.007
Si	29.922	-0.019	17.842	-0.022	-0.016	-0.007
Si	32.65	2.671	17.821	0.009	-0.02	0.015
Si	29.971	5.439	17.785	0.027	0.005	0.025
Si	32.608	8.072	17.668	0.014	0.029	-0.046
Si	29.87	10.781	17.761	-0.013	-0.008	0.027
Si	32.591	-2.713	17.732	-0.012	-0.002	-0.01
Si	35.316	-0.022	17.814	-0.018	0.03	0.056
Si	38.107	2.627	17.729	0.014	0.002	0.011
Si	35.332	5.359	17.767	0	-0.014	0.019
Si	38.033	8.165	17.693	-0.007	0.007	0.034
Si	35.35	10.875	17.732	0	-0.043	0.009
Si	38.09	-2.857	17.773	-0.006	-0.011	0.018
Si	-24.459	-0.068	17.795	-0.002	-0.022	-0.002
Si	-21.753	2.66	17.773	0.006	-0.002	-0.031
Si	-24.399	5.345	17.746	0.015	-0.009	0.027
Si	-21.769	8.11	17.77	-0.005	0	0.016
Si	-24.458	10.775	17.786	0.009	0.006	0.009
Si	-21.7	-2.793	17.806	-0.004	-0.013	0.036
Si	-19.009	-0.027	17.851	0.018	0.002	-0.022
Si	-16.241	2.73	17.702	0.011	0.018	0.018
Si	-19.004	5.458	17.743	-0.007	0.003	0.045
Si	-16.237	8.186	17.673	-0.001	-0.013	-0.021
Si	-18.962	10.859	17.749	-0.011	0.019	0.007
Si	-16.309	-2.664	17.822	0.019	0.02	0.017
Si	-13.544	0.023	17.75	0.034	0.021	-0.016
Si	-10.795	2.808	17.65	-0.007	0.008	0.015
Si	-13.545	5.491	17.659	-0.02	0.032	0.013
Si	-10.819	8.28	17.555	-0.024	0.025	-0.002
Si	-13.57	10.964	17.769	-0.004	-0.01	0.042
Si	-10.887	-2.666	17.622	-0.02	0.015	0.009
Si	-8.076	0.108	17.503	0.005	-0.027	0.024
Si	-5.358	2.82	17.53	-0.009	-0.042	0.026
Si	-8.127	5.552	17.572	-0.025	0.012	0.009
Si	-5.433	8.331	17.563	0.017	0.03	0.008
Si	-8.156	-5.314	17.639	0	-0.018	0.017
Si	-5.29	-2.71	17.563	0.031	-0.015	-0.004
Si	-2.703	0.1	17.583	0.002	-0.002	0.027
Si	0.011	2.83	17.644	-0.047	-0.009	0.016
Si	-2.68	5.562	17.642	0.001	-0.004	0.049
Si	-0.04	-8.031	17.632	-0.017	0.036	0.019
Si	-2.706	-5.339	17.619	-0.02	0.004	0.023
Si	-0.047	-2.617	17.531	-0.038	-0.017	0.006
Si	1.336	1.514	19.08	0.017	0.039	0.029
Si	3.879	4.025	19.167	-0.029	-0.058	0.019
Si	1.342	6.917	18.924	0.038	0.014	-0.052
Si	4.127	-6.703	18.912	0.012	0.024	-0.066
Si	1.327	-4.037	18.762	0.005	-0.01	-0.055
Si	4.066	-1.401	18.857	-0.011	-0.009	-0.055
Si	6.617	1.303	19.082	-0.008	0.011	-0.032
Si	9.359	3.948	19.021	-0.02	-0.014	-0.023
Si	6.784	6.807	19.042	-0.009	0.022	-0.05
Si	9.448	9.457	19.077	-0.021	-0.021	0.006
Si	6.803	-4.042	19.014	-0.013	0.011	0.015
Si	9.483	-1.355	19.13	0.035	-0.016	-0.062
Si	12.155	1.324	19.072	-0.013	-0.01	0
Si	14.937	4.072	18.921	0.003	0	-0.046
Si	12.025	6.752	18.901	0.005	-0.039	-0.022
Si	14.927	9.452	18.935	-0.022	0.019	-0.029
Si	12.192	-4.064	19.024	0.025	0.013	-0.05
Si	14.909	-1.361	18.932	-0.027	-0.037	-0.021
Si	17.787	1.457	18.825	0.059	0.054	-0.04
Si	20.461	4.096	19.132	-0.021	0.007	0.01
Si	17.615	6.778	19.091	0.002	-0.005	0.004
Si	20.336	9.537	19.125	0.024	0.016	-0.046
Si	17.608	-4.072	18.962	0.009	-0.014	-0.048
Si	20.39	-1.442	19.001	-0.016	0.027	-0.027
Si	23.114	1.446	19.135	0.06	-0.008	-0.01
Si	25.883	4.028	19.189	-0.032	0.004	0
Si	23.164	6.81	19.1	0.011	0.001	-0.034
Si	25.833	9.541	19.128	0.014	-0.015	-0.012
Si	23.052	-4.095	19.074	-0.047	-0.027	-0.006
Si	25.933	-1.299	18.903	0.046	0.057	-0.042
Si	28.57	1.363	19.211	0.002	0.007	-0.004
Si	31.337	4.094	19.161	0.03	0.003	-0.013
Si	28.652	6.807	19.17	0.006	0.067	-0.034
Si	31.237	9.346	19.048	-0.046	-0.065	-0.039
Si	28.534	-4.168	19.134	-0.004	0.001	-0.042
Si	31.275	-1.411	19.187	-0.013	0.017	0.017
Si	33.976	1.347	19.265	0.005	0.011	-0.015
Si	36.701	3.934	19.058	-0.022	-0.023	-0.036
Si	33.922	6.749	19.059	-0.031	0.001	-0.015
Si	36.664	9.504	19.107	0.019	0.013	-0.07
Si	33.968	-4.051	19.033	0.034	0.035	-0.029
Si	36.677	-1.489	19.048	-0.014	-0.019	-0.061
Si	39.445	1.299	19.137	0.004	0.012	-0.025
Si	-23.077	3.971	19.197	-0.031	0.018	0.015
Si	39.451	6.777	18.911	0.007	0.026	-0.053
Si	-23.15	9.397	19.194	-0.016	-0.039	-0.002
Si	39.41	-4.274	19.154	-0.069	-0.011	-0.024
Si	-23.094	-1.443	19.141	0.029	0.023	-0.023
Si	-20.433	1.319	19.169	-0.072	0.014	-0.03
Si	-17.557	4.131	19.034	0.038	0.023	-0.012
Si	-20.415	6.77	19.128	0.003	-0.036	-0.027
Si	-17.556	9.509	19.065	0.015	0.001	0.006
Si	-20.343	-4.202	19.158	-0.004	0.006	-0.031
Si	-17.653	-1.342	19.284	0.004	-0.041	-0.005
Si	-14.911	1.376	19.104	-0.01	0.015	-0.037
Si	-12.162	4.184	19.019	0.054	-0.049	0.009
Si	-14.87	6.867	19.036	-0.032	0.025	-0.026
Si	-12.103	9.583	19.011	0.003	0.02	-0.024
Si	-14.946	-4	19.196	-0.002	0.001	0.004
Si	-12.196	-1.385	19.092	-0.012	-0.019	0.007
Si	-9.344	1.447	18.936	-0.008	0.042	0.004
Si	-6.688	4.212	18.842	0.025	-0.026	-0.021
Si	-9.454	6.972	18.905	0.003	0.011	-0.028
Si	-6.746	9.69	18.976	0.011	0.004	-0.046
Si	-9.543	-3.961	19.008	-0.002	-0.046	-0.001
Si	-6.65	-1.27	18.731	0.025	0.024	-0.054
Si	-3.998	1.521	18.947	0.014	0.003	-0.046
Si	-1.311	4.205	19.042	0.025	-0.036	-0.035
Si	-4.048	7.024	18.907	0.008	0.03	-0.038
Si	-1.398	-6.66	19.043	0.021	-0.024	0.007
Si	-3.971	-4.003	19.088	-0.006	0.03	0.007
Si	-1.413	-1.31	18.947	0.023	-0.01	-0.04
Si	-0.07	0.076	20.252	-0.03	-0.004	0.023
Si	2.508	2.763	20.787	0.03	0.086	0.041
Si	-0.01	5.702	20.361	-0.055	-0.04	0.073
Si	2.759	8.236	20.199	0.032	-0.028	0.063
Si	0.038	-5.248	20.254	-0.036	-0.038	0.037
Si	2.664	-2.739	20.117	0.017	0.012	0.066
Si	5.257	-0.156	20.386	0.065	0.011	0.023
Si	7.934	2.66	20.473	-0.006	0.018	0.04
Si	5.316	5.454	20.316	0.008	0.009	0.028
Si	8.144	8.091	20.547	0.039	-0.019	0.066
Si	5.396	-5.314	20.366	-0.039	-0.002	0.066
Si	8.166	-2.813	20.488	0.024	0.009	0.041
Si	10.782	0.066	20.565	-0.049	0.027	0.06
Si	13.632	2.68	20.282	0.032	-0.044	0.04
Si	10.681	5.368	20.304	-0.006	0.038	0.054
Si	13.478	8.052	20.158	0.021	-0.002	-0.007
Si	10.816	10.845	20.381	-0.007	0.009	0.026
Si	13.565	-2.648	20.382	-0.021	0.016	0.034
Si	16.39	0.078	20.003	-0.004	-0.022	-0.028
Si	19.086	2.686	20.408	0.015	-0.004	0.072
Si	16.201	5.408	20.397	-0.011	0.017	0.086
Si	18.961	8.127	20.486	-0.009	0.014	0.037
Si	16.27	10.853	20.282	0.008	0	0.024
Si	18.97	-2.764	20.369	-0.003	-0.02	0.053
Si	21.721	-0.031	20.328	0.021	-0.027	0.027
Si	24.499	2.733	20.634	-0.016	0.038	0.02
Si	21.876	5.43	20.504	0.053	-0.044	0.047
Si	24.447	8.251	20.482	-0.022	0.039	0.052
Si	21.657	10.958	20.542	-0.058	0.012	0.034
Si	24.535	-2.634	20.129	-0.001	-0.025	0.004
Si	27.212	-0.091	20.481	0.03	-0.011	0.053
Si	29.896	2.848	20.516	-0.05	0.002	0.034
Si	27.307	5.426	20.469	0.022	-0.009	0.036
Si	30.026	8.071	20.655	0.019	-0.042	0.077
Si	27.154	10.839	20.571	-0.009	0.031	0.071
Si	29.929	-2.835	20.499	0.034	-0.044	0.057
Si	32.588	-0.066	20.613	0.025	0.014	0.087
Si	35.423	2.706	20.63	-0.027	-0.048	0.016
Si	32.73	5.411	20.569	-0.02	-0.023	0.045
Si	35.238	8.119	20.38	-0.017	0.056	0.057
Si	32.585	10.811	20.19	-0.025	0.02	-0.004
Si	35.308	-2.752	20.477	0.001	0.034	0.072
Si	38.026	-0.141	20.353	-0.023	0.011	0.048
Si	40.803	2.608	20.582	0.023	-0.013	0.01
Si	38.099	5.404	20.165	0.006	-0.031	0.02
Si	40.634	8.039	20.467	0.023	-0.004	0.104
Si	38.037	10.728	20.596	-0.011	0.039	0.105
Si	40.828	-2.934	20.403	0.059	-0.012	0.047
Si	-21.758	-0.087	20.596	0.038	0.007	0.044
Si	-19.03	2.831	20.294	-0.041	0.037	0.001
Si	-21.768	5.418	20.56	0.016	-0.027	0.024
Si	-18.933	8.123	20.355	0.01	-0.01	0.036
Si	-21.648	10.631	20.52	0.077	-0.03	0.041
Si	-19.027	-2.825	20.581	0.011	0.018	0.016
Si	-16.251	0.124	20.589	-0.034	0.024	0.068
Si	-13.524	2.743	20.389	0.061	-0.06	0.043
Si	-16.201	5.511	20.425	-0.026	0.015	0.035
Si	-13.416	8.19	20.349	0.018	0.008	0.003
Si	-16.25	10.834	20.529	0.008	-0.004	0.02
Si	-13.584	-2.621	20.604	0.012	0.035	0.043
Si	-10.708	-0.01	20.259	0.029	0.001	0.075
Si	-7.871	2.837	20.267	-0.014	-0.041	0.055
Si	-10.776	5.692	20.304	-0.023	-0.035	0.047
Si	-8.105	8.279	20.276	-0.011	-0.017	0.072
Si	-10.855	-5.354	20.462	-0.014	-0.007	0.023
Si	-8.047	-2.487	20.075	-0.031	-0.003	-0.02
Si	-5.323	0.008	20.142	0.034	-0.023	0.055
Si	-2.683	2.853	20.422	0.014	0.011	0.056
Si	-5.399	5.616	20.163	-0.013	0.016	0.058
Si	-2.823	-7.949	20.429	-0.024	0.014	0.011
Si	-5.42	-5.282	20.435	0.033	0.025	0.053
Si	-2.619	-2.64	20.504	-0.048	0.018	0.098
Si	1.325	-1.367	21.41	-0.076	-0.012	-0.46
Si	3.595	0.778	21.785	-0.098	0.209	-0.688
Si	1.026	4.474	22.064	0.313	-0.212	-0.753
Si	4.309	7.134	21.567	-0.285	-0.183	-0.737
Si	1.6	-6.511	21.406	-0.08	0.026	-0.787
Si	3.674	-4.225	21.604	0.247	0.03	-0.731
Si	6.884	-1.287	21.711	-0.175	-0.192	-0.713
Si	9.013	1.095	21.86	0.381	0.224	-0.693
Si	6.617	4.171	21.744	-0.082	-0.171	-0.604
Si	9.05	6.233	21.834	0.088	0.276	-0.719
Si	6.527	-6.906	21.651	0.348	0.198	-0.769
Si	9.822	-3.925	21.849	-0.328	-0.223	-0.719
Si	11.979	-1.559	21.781	0.231	0.237	-0.728
Si	15.286	1.477	21.463	-0.268	-0.03	-0.698
Si	12.384	4.257	21.434	0.002	0.02	-0.656
Si	14.489	6.554	21.608	0.249	-0.003	-0.654
Si	12.454	9.628	21.499	-0.291	-0.198	-0.574
Si	14.663	-4.352	21.551	0.228	0.262	-0.646
Si	17.812	-1.059	21.425	0.004	-0.154	-0.686
Si	20.154	1.001	21.704	0.079	0.245	-0.67
Si	17.391	3.766	21.596	0.154	0.164	-0.793
Si	20.67	7.024	21.681	-0.125	-0.029	-0.763
Si	17.73	9.727	21.715	-0.109	-0.229	-0.696
Si	19.941	-4.315	21.854	0.281	0.143	-0.703
Si	23.394	-1.142	21.49	-0.14	-0.027	-0.684
Si	25.639	1.026	21.808	0.099	0.2	-0.677
Si	23.549	4.485	21.987	-0.354	-0.461	-0.689
Si	25.789	6.723	21.63	0.121	0.278	-0.733
Si	22.797	9.358	21.808	0.244	0.14	-0.716
Si	25.862	-3.791	21.633	0.004	-0.278	-0.673
Si	28.252	-1.802	21.756	0.139	0.232	-0.796
Si	31.222	1.465	21.8	0.021	-0.092	-0.659
Si	28.755	4.338	22.01	-0.053	-0.089	-0.639
Si	31.198	6.433	22.068	0.057	0.191	-0.611
Si	28.847	9.73	21.851	-0.184	-0.206	-0.776
Si	31.152	-4.473	21.689	0.015	0.285	-0.706
Si	34.247	-1.204	21.914	-0.221	-0.163	-0.707
Si	36.546	0.969	21.783	0.034	0.177	-0.701
Si	34.52	4.531	21.891	-0.121	-0.22	-0.704
Si	36.723	6.728	21.463	0.004	0.055	-0.484
Si	34.063	9.749	21.606	-0.176	-0.404	-0.552
Si	36.386	-4.376	21.77	0.382	0.23	-0.637
Si	39.582	-1.365	21.567	-0.172	-0.181	-0.663
Si	41.838	0.911	21.937	0.345	0.392	-0.55
Si	39.509	4.275	21.605	0.053	-0.214	-0.672
Si	41.74	6.434	21.738	0.124	0.113	-0.772
Si	38.915	8.914	21.881	0.056	0.16	-0.768
Si	42.42	-4.119	21.684	-0.233	-0.152	-0.726
Si	-20.726	-1.801	21.857	0.253	0.259	-0.752
Si	-17.874	1.444	21.73	0.33	0.206	-0.531
Si	-20.007	4.41	21.748	-0.301	-0.095	-0.732
Si	-17.786	6.662	21.743	0.288	0.114	-0.675
Si	-20.01	9.486	21.883	-0.272	-0.057	-0.667
Si	-17.916	-4.472	21.851	0.152	0.16	-0.803
Si	-14.859	-1.128	22.017	0.066	-0.129	-0.764
Si	-11.686	1.696	21.444	-0.648	-0.496	-0.381
Si	-14.577	4.366	21.648	-0.19	-0.151	-0.622
Si	-12.337	6.643	21.787	0.244	0.245	-0.649
Si	-14.546	9.683	21.701	-0.153	0.023	-0.712
Si	-12.452	-4.281	21.845	0.077	0.084	-0.709
Si	-8.955	-0.887	21.495	-0.204	-0.02	-0.756
Si	-6.675	1.245	21.51	0.04	0.185	-0.61
Si	-9.605	3.979	21.328	0.517	0.439	-0.389
Si	-6.648	7	21.574	-0.111	-0.085	-0.665
Si	-9.118	9.886	21.638	-0.431	-0.281	-0.609
Si	-7.051	-3.969	21.523	0.474	0.156	-0.595
Si	-3.882	-1.017	21.686	-0.1	-0.38	-0.654
Si	-1.585	1.162	21.664	0.218	0.301	-0.67
Si	-3.883	4.558	21.547	-0.014	-0.255	-0.735
Si	-1.675	6.769	21.658	0.118	0.17	-0.738
Si	-4.526	-6.974	21.801	0.256	0.145	-0.708
Si	-0.833	-3.633	21.746	-0.105	0.008	-0.67
Si	4.915	2.452	23.926	0.073	0.084	-0.063
Si	5.923	2.59	-6.542	0.051	-0.095	-0.158
Si	-0.029	-7.945	23.737	-0.059	-0.026	-0.056
Si	9.774	-5.141	24.835	0.035	0.132	-0.209
Si	0.176	5.511	-5.769	0.022	-0.076	0.08
Si	4.377	-6.39	25.767	0.02	0.005	0.091
Si	6.491	-2.608	24.578	0.109	0.021	-0.065
Si	11.715	3.218	24.178	-0.028	0.139	0.03
Si	12.452	-6.728	24.484	-0.047	-0.024	-0.231
Si	15.058	-5.412	-2.888	-0.009	-0.01	0.231
Si	3.797	-3.55	24.614	0.014	-0.075	-0.167
Si	15.897	-0.578	23.551	-0.046	0.107	-0.236
Si	13.263	-1.605	24.575	-0.103	0.049	-0.051
Si	16.524	0.919	25.886	-0.037	-0.034	0.072
Si	9.871	1.222	24.836	-0.184	-0.144	-0.029
Si	15.745	-7.464	-6.545	0.047	-0.05	-0.054
Si	12.223	6.786	-4.277	0.034	0.08	0.051
Si	20.51	-1.675	-6.927	0.041	0.011	-0.064
Si	14.326	-4.247	24.507	-0.096	0.016	-0.12
Si	21.386	3.435	25.974	0.094	0.105	-0.042
Si	17.028	5.233	24.054	-0.183	-0.048	-0.025
Si	17.543	-6.92	-2.867	-0.05	0.027	0.036
Si	18.502	-0.031	-5.095	-0.017	0.017	-0.159
Si	21.53	-5.105	-4.623	0.123	0.102	0.149
Si	21.204	0.894	24.594	0.037	-0.023	-0.171
Si	26.9	2.721	24.138	0.083	0.148	-0.137
Si	23.084	4.312	-3.338	0.226	0.081	0.191
Si	22.751	7.798	25.846	-0.095	0.066	-0.039
Si	25.349	-1.872	25.799	-0.059	-0.068	-0.074
Si	27.961	1.541	-6.161	-0.059	0.013	-0.068
Si	-32.506	-1.451	24.51	0.011	-0.01	0.017
Si	29.997	-0.339	23.73	-0.034	0.009	-0.046
Si	23.146	-0.318	-6.738	-0.071	-0.108	-0.056
Si	31.603	-6.988	25.976	-0.077	-0.031	-0.097
Si	29.791	6.81	-6.621	-0.125	0.045	-0.131
Si	-31.507	1.68	-4.184	-0.102	0.145	-0.1
Si	-24.551	0.581	-5.538	0.036	-0.06	0.049
Si	-28.568	2.117	-4.493	0.03	-0.091	0
Si	-32.432	3.08	23.967	-0.016	0.073	-0.029
Si	-25.258	-6.736	24.809	-0.081	-0.082	-0.185
Si	27.78	-3.119	-6.222	0.153	-0.02	0.042
Si	-25.528	-1.967	24.412	-0.126	0.077	-0.013
Si	-19.857	-0.921	-4.996	0.092	0.176	0.042
Si	-19.018	7.728	-5.843	0.012	-0.038	0.053
Si	-27.689	3.878	-6.965	0.097	0.121	0.061
Si	-20.474	-7.865	24.829	0.102	-0.027	-0.13
Si	-23.189	7.242	24.714	-0.103	-0.025	-0.038
Si	-24.407	0.965	24.665	0.148	-0.14	-0.026
Si	-14.012	0.349	24.406	0.079	0.073	-0.155
Si	-17.809	5.18	-4.599	0.054	0.199	0.055
Si	-14.915	4.596	-3.296	-0.02	-0.036	0.099
Si	-15.832	7.681	23.849	-0.164	-0.044	-0.126
Si	-23.614	-4.279	24.54	-0.029	-0.078	-0.048
Si	-14.576	-4.787	-6.949	-0.04	-0.151	-0.121
Si	-12.758	2.543	-4.395	-0.075	0.083	0.052
Si	-7.73	2.275	25.205	-0.006	0.015	-0.033
Si	-15.263	4.67	24.447	-0.004	-0.047	-0.079
Si	-8.197	-6.902	24.501	0.064	0.031	-0.133
Si	-10.95	-3.654	24.549	0.048	0.028	-0.04
Si	-16.29	-3.117	24.156	0.062	0.118	-0.084
Si	-10.449	2.812	23.869	0.025	-0.092	-0.373
Si	-6.744	7.6	-4.485	0.052	0.028	0.047
Si	-9.158	2.435	-5.569	-0.012	0.003	-0.119
Si	-9.887	5.142	-6.926	0.029	-0.018	-0.012
Si	-11.83	7.398	24.864	-0.059	-0.106	-0.127
Si	-4.89	-1.752	-2.715	-0.113	0.062	0.084
Si	2.119	2.201	25.267	0.166	-0.148	-0.007
Si	4.285	7.035	24.62	0.103	-0.055	-0.03
Si	-3.092	3.088	25.849	0.036	0.199	-0.154
Si	-0.625	2.876	23.907	-0.141	-0.066	-0.035
Si	-5.214	-6.394	24.623	-0.005	-0.03	-0.14
Si	-1.017	-5.109	24.486	-0.055	0.016	-0.153
Si	1.752	-0.708	-4.47	0.094	-0.104	0.054
Si	1.617	6.026	24.823	-0.083	-0.033	-0.142
Si	0.64	-0.184	25.779	0.17	-0.007	-0.108
Si	6.894	6.14	-4.235	0.034	-0.003	0.056
Si	1.182	-3.701	-4.523	-0.001	0.113	0.054
Si	0.927	-3.031	25.591	-0.046	-0.068	-0.035
Si	10.66	-7.214	-4.618	-0.031	0.04	-0.046
Si	13.024	1.771	-4.223	0.047	-0.071	-0.031
Si	11.178	-5.433	-2.014	0.041	-0.001	0.046
Si	14.258	4.61	25.001	0.12	0.027	0.049
Si	8.348	8.017	-2.17	-0.064	-0.038	0.087
Si	3.198	1.715	-5.147	0.024	-0.052	-0.018
Si	8.502	1.34	-5.707	0.117	-0.017	0.12
Si	16.549	3.505	-6.705	-0.119	-0.076	-0.045
Si	8.233	-6.115	-4.247	0.037	0.025	-0.018
Si	16.094	5.21	-2.094	0.123	-0.019	0.245
Si	7.051	-5.735	24.604	-0.181	-0.019	-0.024
Si	11.82	4.069	-2.93	-0.052	-0.055	0.095
Si	20.347	-6.845	-6.685	0.086	-0.14	-0.081
Si	19.204	6.748	-6.242	0.106	0.04	-0.001
Si	23.504	1.368	-4.132	0.117	-0.113	0.018
Si	27.461	-5.177	-1.942	-0.086	-0.043	-0.047
Si	17.454	-4.39	-4.304	-0.097	-0.125	0.096
Si	16.984	-4.437	25.97	-0.064	-0.076	-0.069
Si	21.84	-0.23	-2.007	-0.144	0.076	0.125
Si	18.084	2.782	-4.178	0.041	-0.1	0.056
Si	17.02	7.005	-4.428	0.016	0.119	0.098
Si	26.938	-7.785	23.854	0.059	0.039	-0.082
Si	23.811	-2.973	23.625	-0.03	-0.147	-0.112
Si	30.383	0.017	-6.619	0.074	-0.17	0.066
Si	24.134	4.129	25.031	-0.071	0.119	-0.18
Si	31.689	6.666	-4.116	-0.053	-0.215	0.167
Si	27.7	5.522	-1.997	-0.02	-0.043	0.141
Si	31.275	4.806	25.817	-0.059	0.005	-0.016
Si	27.588	-0.772	-4.286	-0.03	-0.002	-0.021
Si	-28.249	-7.559	-4.166	0.101	0	-0.059
Si	-32.021	0.718	-7.121	0.071	-0.065	0.055
Si	29.948	7.537	-1.888	-0.061	0.024	0.123
Si	-29.416	-4.454	24.687	-0.028	-0.013	-0.165
Si	30.834	-5.563	-4.936	-0.055	-0.002	-0.052
Si	24.355	-6.597	24.394	-0.06	0.068	-0.126
Si	-26.977	2.543	23.792	0.016	-0.017	-0.139
Si	-29.673	5.075	-1.976	-0.163	0.126	0.321
Si	-23.528	5.703	-2.802	0.042	0.019	0.023
Si	-25.372	7.459	-4.338	0.103	-0.004	0
Si	-27.785	-3.047	-6.685	-0.016	0.076	-0.012
Si	-27.544	-5.453	-1.957	0.23	-0.029	0.057
Si	-22.566	-1.217	-4.118	-0.093	0.117	-0.082
Si	-19.249	0.114	-2.301	0.02	-0.056	0.028
Si	-16.548	-4.307	-4.509	-0.027	-0.123	0.157
Si	-24.792	5.196	-6.458	-0.099	0.007	0.11
Si	-17.792	-1.19	26.009	-0.071	-0.001	-0.125
Si	-21.601	-5.726	-6.827	-0.02	-0.038	0.076
Si	-21.14	1.321	-3.993	-0.031	0.014	-0.08
Si	-19.356	2.652	23.951	0.182	-0.029	-0.193
Si	-12.852	3.058	25.591	-0.127	-0.065	-0.154
Si	-14.504	7.534	-4.045	-0.014	-0.012	0.113
Si	-19.162	-5.585	-5.045	-0.003	-0.195	-0.057
Si	-14.527	-7.974	-7.046	0.023	0.197	-0.057
Si	-12.75	-2.245	-7.043	-0.027	0.059	0.026
Si	-12.799	-3.894	-2.895	0.117	-0.089	0.023
Si	-5.408	2.989	23.714	0.061	-0.09	-0.135
Si	-9.497	6.397	-4.157	0.1	0.073	-0.072
Si	-6.644	-6.111	-3.639	-0.018	0.048	0.09
Si	-10.554	-6.285	25.95	0.083	0.078	0.014
Si	-6.976	-0.623	25.749	-0.001	0.056	-0.09
Si	-8.352	-2.607	23.778	0.202	-0.013	-0.233
Si	0.283	5.012	-2.93	0.066	0.08	0.042
Si	-2.975	5.368	-5.607	0.027	-0.1	0.153
Si	-3.572	-4.184	25.94	-0.041	-0.018	0.03
Si	-10.296	-2.973	-3.822	0.108	0.009	-0.049
Si	-2.426	-1.041	-3.962	-0.059	0.147	0.004
Si	-0.113	0.02	-2.193	0.05	-0.09	0.128
Si	8.553	-1.339	-6.832	0.068	0.063	-0.121
Si	4.052	6.161	-2.902	-0.041	-0.032	0.141
Si	1.547	7.343	-4.078	-0.131	0.048	0.108
Si	6.836	5.875	25.984	0.055	-0.066	-0.041
Si	-2.245	0.023	-6.867	-0.124	-0.115	0.022
Si	9.73	-3.828	-5.619	-0.034	-0.155	0.046
Si	13.394	-6.925	-4.793	-0.011	-0.11	0.027
Si	9.428	2.195	-2.955	0.161	-0.076	0.004
Si	3.001	-6.295	-4.507	-0.007	-0.122	-0.059
Si	-4.097	-4.448	-4.135	-0.044	0.035	0.069
Si	5.698	-5.67	-3.104	0.001	0.051	0.061
Si	12.21	-0.512	-2.587	-0.05	-0.057	-0.01
Si	17.563	-1.856	-2.904	-0.086	0.018	0.095
Si	9.808	5.698	24.744	-0.074	-0.049	-0.113
Si	20.458	4.646	-4.554	-0.167	-0.069	-0.059
Si	6.321	-3.36	-1.612	-0.032	0.125	0.161
Si	13.691	-0.138	-6.325	-0.038	-0.093	0.032
Si	14.509	-1.725	-3.764	-0.094	-0.009	-0.018
Si	16.162	8.01	23.75	-0.073	0.085	-0.093
Si	12.326	6.856	25.897	-0.053	-0.103	-0.08
Si	6.756	3.554	-2.825	-0.061	0.189	0.066
Si	11.989	-3.12	-3.781	-0.054	0.038	-0.013
Si	15.495	2.389	-2.683	0.101	-0.033	-0.054
Si	24.426	5.851	-5.716	-0.054	-0.196	-0.022
Si	21.145	-3.088	-2.552	0.075	-0.06	0.162
Si	27.659	-5.869	-4.992	0.078	0.027	0.08
Si	20.648	5.952	24.534	0.141	0.106	-0.037
Si	22.511	-5.404	-1.913	0.017	0.077	0.125
Si	19.651	-3.986	24.829	0.03	0.129	-0.105
Si	-32.568	-0.07	-1.924	-0.001	0.012	0.222
Si	31.247	3.669	-4.298	0.013	0.064	0.005
Si	28.179	3.215	-3.806	0.068	0.046	0.056
Si	26.988	7.616	-6.174	-0.023	0.014	-0.075
Si	23.593	-4.562	-6.998	-0.034	-0.013	-0.096
Si	30.006	-1.42	-2.683	-0.141	0.064	0.192
Si	-30.587	6.682	-4.378	0.151	-0.038	-0.022
Si	-32.263	6.93	24.767	-0.14	0.003	-0.289
Si	26.18	1.116	-2.786	-0.035	0.02	0.13
Si	30.847	-2.894	-6.487	0.026	0.124	-0.056
Si	30.432	-4.262	-2.411	0.021	-0.036	-0.025
Si	-28.114	-7.253	-7.108	-0.094	0.097	-0.048
Si	-32.377	-5.274	23.926	0.111	-0.086	-0.186
Si	-23.462	3.2	-4.395	-0.058	-0.034	0.019
Si	-29.566	6.637	25.835	-0.063	0.029	0.023
Si	-21.264	7.4	-3.742	0.041	-0.029	0.049
Si	-23.763	-3.83	-3.052	-0.043	-0.006	0.105
Si	-27.454	-0.577	-5.17	0.079	-0.111	0.158
Si	-15.98	0.608	-6.752	-0.041	0.056	-0.09
Si	-17.658	3.25	-6.988	0.154	-0.023	-0.171
Si	-19.393	5.804	-2.095	0.069	0.006	0.186
Si	-23.126	-6.658	-4.37	-0.066	-0.056	0.063
Si	-26.74	-3.198	-3.916	-0.057	0.164	-0.06
Si	-27.557	2.926	-1.975	0.084	-0.126	0.289
Si	-11.266	-5.687	-4.385	0.113	0.083	-0.057
Si	-10.017	3.544	-3.047	-0.017	-0.115	0.1
Si	-13.656	-0.221	-4.904	0.042	-0.136	-0.084
Si	-16.257	-6.848	-2.6	-0.074	0.03	0.083
Si	-19.415	-0.106	23.642	-0.097	-0.006	0.069
Si	-19.031	-5.806	-2.014	0.085	0.102	0.079
Si	-8.895	-0.402	-5.006	-0.129	-0.028	-0.094
Si	-7.67	-0.237	-2.224	0.109	-0.015	0.2
Si	-7.483	6.368	24.463	0.008	0.056	-0.181
Si	-5.531	8.152	-2.026	0.137	0.017	-0.018
Si	-15.291	-2.149	-2.987	-0.042	0.06	0.094
Si	-8.451	-4.46	-2.009	0.055	-0.183	0.139
Si	-4.184	-1.402	24.733	-0.137	0.101	-0.135
Si	3.851	3.067	-2.618	0.056	-0.032	0.067
Si	-11.751	8.237	-2.984	0.046	-0.044	0.19
Si	-2.668	5.429	-2.496	-0.006	0.132	0.001
Si	-5.337	6.781	-7.049	-0.022	-0.017	-0.074
Si	-1.509	-3.922	-3.011	0.054	-0.098	0.045
Si	1.3	-1.232	5.431	0.011	0.033	0.004
Si	4.06	1.526	5.374	0.008	0.012	-0.003
Si	1.339	4.158	5.368	0.008	-0.009	-0.003
Si	4.039	6.889	5.33	-0.001	-0.037	-0.028
Si	1.319	9.566	5.41	-0.013	0.006	0.016
Si	4.044	12.344	5.435	-0.011	0.001	0.011
Si	6.768	-1.305	5.344	-0.023	-0.03	-0.026
Si	9.514	1.389	5.324	0.005	-0.004	-0.014
Si	6.766	4.147	5.296	0.005	-0.005	-0.017
Si	9.482	6.819	5.35	-0.016	-0.016	-0.006
Si	6.785	9.579	5.374	0.023	0.01	-0.024
Si	9.487	12.274	5.36	0.002	0.013	-0.004
Si	12.211	-1.354	5.348	-0.009	0.014	-0.007
Si	15	1.323	5.383	-0.007	0	0.002
Si	12.264	4.075	5.383	0.023	-0.001	-0.011
Si	15.001	6.782	5.418	0.004	0.018	0.003
Si	12.259	9.511	5.347	0.004	-0.021	-0.032
Si	14.957	12.213	5.376	0.003	-0.008	-0.028
Si	17.734	-1.424	5.396	0.006	-0.005	-0.015
Si	20.477	1.273	5.442	-0.002	-0.005	-0.006
Si	17.745	4.025	5.408	0	0.002	-0.006
Si	20.468	6.738	5.436	0.026	0.014	0
Si	17.791	9.478	5.423	0.004	-0.015	-0.009
Si	20.461	12.216	5.419	-0.018	0.022	-0.018
Si	23.187	-1.392	5.419	0.001	0.031	-0.014
Si	25.868	1.315	5.495	-0.003	0.019	-0.016
Si	23.186	4.035	5.476	0.01	0.001	-0.013
Si	25.895	6.728	5.536	0.023	0.033	-0.008
Si	23.233	9.438	5.498	0.014	-0.007	0.004
Si	25.927	12.155	5.509	-0.01	0	-0.019
Si	28.636	-1.434	5.586	0.019	-0.003	-0.004
Si	31.353	1.235	5.617	-0.006	-0.023	-0.009
Si	28.575	4.005	5.574	0	0.023	-0.014
Si	31.289	6.736	5.693	0.018	0.006	0.009
Si	28.589	9.469	5.627	0.001	0.016	-0.002
Si	31.263	12.198	5.661	-0.005	-0.008	-0.007
Si	34.011	-1.37	5.697	-0.006	0.001	0.005
Si	-28.552	1.338	5.674	-0.014	-0.003	-0.016
Si	34.094	3.971	5.67	0.01	-0.011	-0.009
Si	-28.533	6.738	5.642	-0.003	-0.032	-0.011
Si	34.019	9.481	5.678	-0.003	-0.012	0.006
Si	-28.537	12.187	5.669	-0.006	0.008	0.004
Si	-25.814	-1.433	5.642	0.006	0.002	0.013
Si	-23.092	1.36	5.613	-0.008	0.009	0.022
Si	-25.812	4.113	5.621	0.001	0.003	-0.005
Si	-23.188	6.848	5.522	-0.015	0.028	-0.019
Si	-25.812	9.437	5.598	0.011	-0.047	-0.022
Si	-23.139	12.186	5.587	0.006	0.009	-0.014
Si	-20.404	-1.342	5.556	0.011	-0.013	-0.01
Si	-17.686	1.371	5.521	0.018	-0.003	0.014
Si	-20.381	4.114	5.509	0.024	-0.014	-0.014
Si	-17.69	6.774	5.419	-0.019	-0.009	-0.018
Si	-20.437	9.557	5.468	0	0.012	-0.016
Si	-17.748	12.268	5.43	-0.027	0.001	-0.015
Si	-15.005	-1.308	5.391	-0.019	-0.004	-0.004
Si	-12.308	1.426	5.377	0.005	0.009	0.003
Si	-14.967	4.11	5.442	-0.009	-0.004	-0.002
Si	-12.271	6.875	5.412	-0.01	0.006	-0.01
Si	-14.969	9.53	5.401	0.002	-0.021	0.002
Si	-12.302	12.296	5.389	0.002	-0.009	-0.007
Si	-9.601	-1.27	5.422	-0.013	-0.02	-0.006
Si	-6.802	1.453	5.386	0.009	-0.007	-0.015
Si	-9.549	4.187	5.382	0.047	0.023	-0.003
Si	-6.849	6.825	5.442	0.006	0.003	0.023
Si	-9.593	9.608	5.399	-0.02	0.025	-0.022
Si	-6.829	12.345	5.424	0.005	0.016	-0.001
Si	-4.114	-1.265	5.348	-0.026	-0.002	-0.02
Si	-1.399	1.428	5.352	-0.012	-0.026	-0.017
Si	-4.13	4.132	5.371	0	0.021	-0.007
Si	-1.395	6.88	5.425	0.006	0.006	0.012
Si	-4.09	-6.736	5.485	-0.013	-0.004	-0.003
Si	-1.375	-3.998	5.431	-0.017	0.001	-0.01
Si	2.715	0.121	6.729	-0.006	-0.013	-0.005
Si	5.438	2.831	6.732	-0.022	0.006	0.011
Si	2.712	5.516	6.718	0	-0.015	-0.002
Si	5.412	8.216	6.717	-0.008	0.027	-0.003
Si	2.689	10.943	6.752	0.005	0.003	-0.009
Si	5.44	-2.643	6.759	0.002	-0.006	0.007
Si	8.152	0.039	6.7	0.007	0.011	0.004
Si	10.885	2.716	6.72	-0.006	0.002	0.007
Si	8.132	5.463	6.706	0.007	-0.003	0.007
Si	10.876	8.163	6.707	0.006	-0.003	-0.001
Si	8.15	10.919	6.742	-0.004	-0.012	0.008
Si	10.865	-2.706	6.725	0	-0.012	0.005
Si	13.595	-0.012	6.725	-0.001	-0.003	0.001
Si	16.353	2.684	6.762	0.002	-0.025	-0.006
Si	13.616	5.431	6.76	-0.018	0.009	0.004
Si	16.377	8.138	6.767	0.007	-0.007	-0.001
Si	13.603	10.86	6.741	-0.008	0.011	0.002
Si	16.33	-2.753	6.745	-0.008	0.032	-0.002
Si	19.08	-0.063	6.785	0.007	-0.017	0.007
Si	21.807	2.663	6.811	-0.007	-0.003	0.001
Si	19.081	5.395	6.788	-0.011	0.01	-0.003
Si	21.817	8.097	6.818	0.003	-0.014	0
Si	19.105	10.858	6.795	0.002	-0.015	0.004
Si	21.802	-2.734	6.791	-0.023	0.003	-0.007
Si	24.506	-0.048	6.841	0.003	-0.015	0
Si	27.206	2.653	6.904	-0.006	-0.013	-0.007
Si	24.512	5.384	6.875	-0.023	0.005	-0.001
Si	27.212	8.095	6.932	-0.005	0.005	-0.004
Si	24.542	10.823	6.871	0.013	-0.018	0.004
Si	27.239	-2.791	6.903	0.015	-0.001	-0.003
Si	29.975	-0.093	6.968	0.021	-0.02	0
Si	32.68	2.628	6.979	0.021	-0.001	-0.022
Si	29.903	5.364	6.976	-0.012	0.028	-0.002
Si	32.665	8.104	7.014	-0.006	-0.008	-0.011
Si	29.922	10.827	7	0.006	0.007	-0.001
Si	32.644	-2.766	7	-0.003	0.012	-0.01
Si	-29.908	-0.014	7.032	-0.026	0.027	-0.006
Si	-27.159	2.713	6.97	0.003	-0.001	-0.016
Si	-29.866	5.37	7.008	-0.004	0.005	-0.007
Si	-27.169	8.103	6.977	0	-0.001	-0.004
Si	-29.908	10.846	7.018	-0.019	0.012	-0.002
Si	-27.166	-2.779	7.006	0.021	-0.015	-0.01
Si	-24.461	-0.018	6.951	-0.004	0.01	-0.008
Si	-21.702	2.729	6.909	0.015	-0.033	-0.012
Si	-24.461	5.472	6.954	-0.025	0.009	-0.003
Si	-21.78	8.192	6.856	-0.021	0.024	-0.001
Si	-24.466	10.817	6.951	0.018	-0.01	0.007
Si	-21.764	-2.731	6.895	-0.007	0.004	-0.012
Si	-19.03	0.01	6.893	0.003	0.001	-0.001
Si	-16.32	2.761	6.832	-0.006	-0.003	0.007
Si	-19.026	5.463	6.859	0.006	0.013	0.004
Si	-16.337	8.17	6.768	0.007	0.016	-0.009
Si	-19.065	10.903	6.83	-0.006	-0.012	0.001
Si	-16.357	-2.682	6.77	0.005	-0.003	-0.012
Si	-13.65	0.06	6.761	-0.005	0.006	-0.007
Si	-10.913	2.787	6.724	0	-0.001	-0.018
Si	-13.607	5.487	6.78	0.015	-0.011	0.003
Si	-10.937	8.252	6.778	-0.006	0.008	-0.002
Si	-13.628	10.912	6.766	0.014	-0.017	0.001
Si	-10.943	-2.66	6.762	-0.009	0.017	-0.009
Si	-8.194	0.092	6.737	0.003	0.002	-0.003
Si	-5.462	2.794	6.766	0.001	-0.019	0.003
Si	-8.21	5.497	6.8	-0.008	0.011	0.009
Si	-5.484	8.212	6.781	-0.002	-0.001	-0.002
Si	-8.194	10.949	6.75	0.039	-0.021	-0.015
Si	-5.468	-2.601	6.753	-0.021	0.008	-0.006
Si	-2.745	0.072	6.727	0	0.006	-0.007
Si	-0.024	2.785	6.714	0.02	0.015	-0.006
Si	-2.763	5.495	6.737	0.009	-0.007	0.002
Si	-0.03	8.228	6.78	0.001	-0.007	-0.003
Si	-2.722	-5.358	6.799	0.006	-0.023	-0.001
Si	-0.024	-2.63	6.78	0.004	0.006	-0.002
Si	1.344	1.449	8.092	0.002	-0.008	0
Si	4.072	4.168	8.091	0.025	0.007	0.011
Si	1.353	6.861	8.097	-0.014	0.015	-0.003
Si	4.067	9.578	8.093	-0.006	0.006	0.002
Si	1.348	-4.005	8.113	-0.002	-0.004	0.003
Si	4.07	-1.269	8.087	0.011	-0.006	-0.006
Si	6.794	1.416	8.06	-0.009	-0.004	-0.015
Si	9.509	4.095	8.066	-0.015	-0.014	-0.007
Si	6.782	6.84	8.068	-0.009	-0.017	-0.003
Si	9.524	9.538	8.078	0.015	0.033	-0.001
Si	6.792	-4.035	8.101	-0.005	0.012	0
Si	9.507	-1.329	8.076	0	-0.007	0.001
Si	12.241	1.359	8.094	0.002	-0.001	0.001
Si	14.979	4.059	8.115	0.01	0.005	0
Si	12.229	6.8	8.093	-0.003	-0.018	-0.006
Si	14.979	9.501	8.103	-0.001	-0.007	-0.009
Si	12.236	-4.078	8.082	0.009	0.003	0.003
Si	14.963	-1.374	8.094	0.001	-0.012	0
Si	17.705	1.318	8.13	-0.009	0.008	-0.004
Si	20.43	4.031	8.159	0.004	-0.001	0
Si	17.714	6.767	8.141	0.005	0.003	0.004
Si	20.449	9.484	8.159	0.006	0.017	-0.002
Si	17.695	-4.107	8.125	-0.007	-0.011	-0.007
Si	20.431	-1.4	8.17	0.005	0.003	0.008
Si	23.147	1.315	8.201	0.007	0.008	0.003
Si	25.856	4.028	8.249	0.025	0.02	-0.001
Si	23.14	6.747	8.214	-0.014	0	0.015
Si	25.853	9.466	8.268	-0.013	-0.009	0.005
Si	23.147	-4.109	8.175	0.015	0.009	-0.013
Si	25.86	-1.407	8.22	-0.006	0.003	-0.011
Si	28.578	1.296	8.261	0.012	0.005	-0.017
Si	31.296	4.006	8.3	-0.006	-0.005	-0.014
Si	28.56	6.749	8.308	0.02	0.009	0.007
Si	31.297	9.474	8.341	0.029	0.027	0.003
Si	28.556	-4.128	8.319	-0.006	-0.021	0.013
Si	31.296	-1.426	8.359	-0.01	-0.001	0.012
Si	-31.267	1.315	8.382	-0.007	-0.016	0.018
Si	-28.51	4.034	8.359	-0.002	0.01	0.003
Si	-31.252	6.731	8.339	-0.018	-0.004	-0.004
Si	-28.534	9.465	8.33	-0.005	-0.005	-0.003
Si	-31.268	-4.113	8.353	0.019	-0.003	0
Si	-28.528	-1.398	8.338	0.015	-0.001	-0.006
Si	-25.809	1.338	8.312	-0.009	-0.012	0.001
Si	-23.082	4.08	8.264	0.006	0.015	-0.012
Si	-25.813	6.776	8.347	0.008	-0.001	0.02
Si	-23.09	9.497	8.3	-0.003	-0.001	0.013
Si	-25.807	-4.145	8.33	-0.027	0.001	0.007
Si	-23.097	-1.383	8.286	-0.005	-0.004	0.007
Si	-20.372	1.36	8.27	-0.002	0.008	0.012
Si	-17.677	4.098	8.214	-0.023	-0.021	0.003
Si	-20.399	6.824	8.207	0.021	-0.004	-0.016
Si	-17.685	9.53	8.161	-0.007	-0.003	-0.004
Si	-20.392	-4.08	8.239	0.011	-0.003	0.016
Si	-17.665	-1.354	8.213	-0.011	0.018	0.012
Si	-14.968	1.398	8.178	0	0.013	0.02
Si	-12.249	4.129	8.133	0.006	0.015	0.007
Si	-14.976	6.832	8.15	-0.004	-0.009	0.001
Si	-12.28	9.585	8.158	0.007	0.003	0.017
Si	-14.992	-4.046	8.13	-0.006	-0.021	-0.01
Si	-12.289	-1.3	8.126	0.004	-0.012	0.006
Si	-9.556	1.438	8.106	0.011	0.006	-0.003
Si	-6.83	4.138	8.13	-0.011	0	0.008
Si	-9.565	6.883	8.128	0.031	0.005	0.002
Si	-6.84	9.591	8.116	-0.019	-0.014	0
Si	-9.557	-4.008	8.108	-0.009	-0.006	-0.003
Si	-6.834	-1.258	8.11	0.012	0.006	0.003
Si	-4.091	1.433	8.102	-0.017	0.01	0.002
Si	-1.378	4.146	8.082	-0.018	-0.005	-0.008
Si	-4.103	6.858	8.115	0.001	0.004	-0.001
Si	-1.364	-6.721	8.14	0.022	0.02	0.012
Si	-4.11	-3.982	8.108	-0.007	-0.006	-0.01
Si	-1.393	-1.273	8.111	-0.008	-0.021	0.01
Si	-0.004	0.078	9.449	0.012	0.008	-0.002
Si	2.716	2.796	9.445	-0.005	0.012	0.002
Si	-0.012	5.503	9.443	0.014	-0.01	0
Si	2.712	8.22	9.456	0.01	-0.011	0.001
Si	0.001	-5.362	9.482	-0.009	-0.002	0.006
Si	2.728	-2.649	9.452	-0.002	0.002	-0.003
Si	5.44	0.069	9.444	-0.001	0	0.006
Si	8.154	2.747	9.443	0.009	-0.001	0.01
Si	5.437	5.499	9.456	-0.024	0.004	0.011
Si	8.153	8.182	9.439	0.002	-0.004	0.001
Si	5.433	-5.395	9.458	0.004	-0.001	0.006
Si	8.157	-2.682	9.454	0	-0.011	0.014
Si	10.87	0.011	9.454	0.007	0.004	0.003
Si	13.596	2.713	9.472	-0.002	-0.011	0.003
Si	10.863	5.444	9.452	0.006	0.016	0.005
Si	13.601	8.15	9.46	-0.001	0.01	0.001
Si	10.88	-5.432	9.451	0.001	-0.005	0.009
Si	13.597	-2.728	9.456	0.001	-0.003	0.005
Si	16.318	-0.024	9.482	-0.008	0.002	-0.004
Si	19.051	2.682	9.511	-0.006	-0.005	-0.004
Si	16.332	5.417	9.491	0	0.002	0.001
Si	19.065	8.131	9.51	-0.007	-0.002	0.002
Si	16.325	-5.459	9.482	0.002	0.009	0.007
Si	19.046	-2.753	9.511	0.003	0.003	0.002
Si	21.772	-0.036	9.551	-0.006	-0.007	0.005
Si	24.49	2.671	9.588	-0.003	-0.006	0.002
Si	21.769	5.389	9.551	0.002	-0.004	0
Si	24.475	8.111	9.595	0.006	0.011	0.002
Si	21.782	-5.469	9.536	-0.005	-0.013	-0.001
Si	24.489	-2.761	9.571	-0.005	0.003	-0.001
Si	27.208	-0.054	9.606	0.007	-0.009	0
Si	29.924	2.653	9.639	-0.003	-0.001	0.004
Si	27.193	5.384	9.634	-0.015	0.003	0.009
Si	29.921	8.107	9.664	-0.003	-0.018	0.004
Si	27.193	-5.497	9.645	-0.001	0.007	0.003
Si	29.915	-2.776	9.681	0.02	0.001	0.001
Si	-32.63	-0.059	9.702	-0.003	-0.002	0.006
Si	-29.891	2.681	9.699	-0.006	0.008	-0.001
Si	-32.633	5.374	9.664	0.01	0.016	0.003
Si	-29.897	8.105	9.682	0.01	-0.003	0
Si	-32.63	-5.482	9.691	-0.008	-0.003	0.007
Si	-29.893	-2.756	9.688	-0.023	0.004	-0.001
Si	-27.164	-0.028	9.674	0.004	0.02	-0.001
Si	-24.432	2.705	9.64	-0.014	-0.008	-0.009
Si	-27.158	5.4	9.697	0.002	-0.006	0.006
Si	-24.442	8.141	9.669	-0.001	0.004	0.007
Si	-27.176	-5.493	9.682	0.008	0.002	0.005
Si	-24.445	-2.754	9.652	0.003	-0.001	-0.003
Si	-21.731	-0.013	9.627	0.002	0.006	-0.007
Si	-19.011	2.732	9.601	0.014	-0.001	0.006
Si	-21.723	5.447	9.606	0.002	-0.006	-0.002
Si	-19.028	8.179	9.56	-0.016	0.015	-0.001
Si	-21.726	-5.443	9.625	-0.008	0.001	-0.001
Si	-19.026	-2.711	9.582	0.007	-0.012	-0.009
Si	-16.314	0.03	9.553	0.009	-0.006	-0.006
Si	-13.601	2.77	9.516	0.012	-0.018	-0.005
Si	-16.311	5.473	9.547	-0.004	0.011	-0.011
Si	-13.627	8.205	9.513	-0.008	0.01	0.004
Si	-16.33	-5.413	9.518	-0.002	-0.005	0.001
Si	-13.632	-2.675	9.494	-0.002	0.023	-0.003
Si	-10.911	0.065	9.472	0.003	-0.001	-0.016
Si	-8.19	2.782	9.482	0.007	0.001	0.006
Si	-10.902	5.503	9.492	-0.003	-0.004	-0.002
Si	-8.191	8.236	9.478	0	0.017	0.008
Si	-10.904	-5.365	9.488	0.009	-0.015	0.005
Si	-8.193	-2.638	9.458	0.006	-0.011	-0.007
Si	-5.459	0.088	9.465	-0.004	0.003	0.004
Si	-2.725	2.793	9.453	0.01	-0.011	0.001
Si	-5.461	5.504	9.472	-0.003	0.002	0.004
Si	-2.734	8.225	9.463	0	0	0
Si	-5.467	-5.358	9.453	-0.011	-0.005	-0.003
Si	-2.741	-2.637	9.469	-0.001	0.008	0.006
Si	1.364	-1.286	10.8	-0.002	-0.017	-0.004
Si	4.078	1.428	10.802	-0.008	-0.011	-0.009
Si	1.357	4.151	10.801	0	-0.009	-0.007
Si	4.072	6.853	10.81	0.013	0.01	0.003
Si	1.366	9.589	10.823	-0.006	0.015	0.001
Si	4.08	-4.026	10.817	0.004	0.002	-0.002
Si	6.79	-1.312	10.806	-0.004	0.006	-0.01
Si	9.504	1.376	10.814	-0.002	-0.007	-0.005
Si	6.791	4.113	10.804	-0.003	0.003	-0.007
Si	9.501	6.81	10.815	-0.002	-0.013	-0.001
Si	6.795	9.547	10.807	-0.007	0.011	0.001
Si	9.515	-4.062	10.804	0.012	0.001	-0.003
Si	12.231	-1.359	10.811	0.002	-0.008	-0.007
Si	14.952	1.347	10.84	0.005	0.004	0.001
Si	12.219	4.079	10.826	-0.003	0	0.002
Si	14.953	6.783	10.834	-0.001	-0.011	-0.004
Si	12.235	9.518	10.817	0.008	-0.001	-0.002
Si	14.951	-4.091	10.831	-0.003	0.003	-0.007
Si	17.677	-1.379	10.859	-0.004	-0.004	-0.002
Si	20.404	1.335	10.896	0.005	0.011	0.003
Si	17.687	4.056	10.863	-0.001	0.003	-0.003
Si	20.408	6.769	10.893	0.007	0.001	0.001
Si	17.684	9.499	10.85	-0.008	0.001	-0.01
Si	20.404	-4.11	10.885	-0.008	-0.005	-0.004
Si	23.129	-1.392	10.923	0.006	0.011	0
Si	25.854	1.321	10.953	0.006	0.003	-0.014
Si	23.128	4.046	10.929	0.002	-0.002	0
Si	25.827	6.759	10.964	-0.012	0.012	-0.004
Si	23.117	9.494	10.928	0.005	0.005	-0.002
Si	25.827	-4.116	10.966	0.001	-0.013	0.003
Si	28.551	-1.396	11	-0.002	-0.002	0
Si	31.274	1.307	11.018	0.012	-0.018	0.002
Si	28.561	4.024	10.982	0.013	0.026	-0.006
Si	31.282	6.741	11.008	0.003	0.007	-0.008
Si	28.554	9.471	11.006	0.005	0.019	0.002
Si	31.279	-4.127	11.032	-0.007	0.003	0.012
Si	-31.258	-1.408	11.04	0.01	0	0.003
Si	-28.531	1.316	11.036	-0.015	-0.007	0.003
Si	-31.268	4.035	11.03	-0.006	0.002	0.004
Si	-28.534	6.751	11.033	0.003	-0.008	0.001
Si	-31.265	9.47	11.028	-0.002	0.009	0.003
Si	-28.538	-4.13	11.029	0.008	-0.002	-0.01
Si	-25.801	-1.396	11.013	-0.015	-0.006	-0.008
Si	-23.085	1.334	10.998	-0.002	-0.005	-0.001
Si	-25.793	4.032	11.027	0.004	0.01	0.004
Si	-23.079	6.773	11.001	-0.018	0.007	0.003
Si	-25.805	9.484	11.031	0	-0.011	0.007
Si	-23.078	-4.103	11.004	0.01	-0.005	0.012
Si	-20.368	-1.37	10.976	-0.001	-0.001	0.009
Si	-17.658	1.369	10.949	-0.007	0	0.01
Si	-20.371	4.08	10.966	0.008	-0.008	-0.001
Si	-17.667	6.821	10.923	-0.003	-0.018	-0.001
Si	-20.364	9.514	10.968	0.007	0.01	0.01
Si	-17.669	-4.073	10.926	-0.012	0.002	0.005
Si	-14.96	-1.331	10.9	-0.008	-0.001	0.004
Si	-12.249	1.408	10.871	0.008	0.017	0.01
Si	-14.955	4.112	10.904	-0.002	0.006	0.012
Si	-12.26	6.848	10.867	-0.001	-0.008	0.006
Si	-14.971	9.561	10.89	0	-0.008	0.006
Si	-12.258	-4.014	10.859	0.011	-0.015	-0.001
Si	-9.545	-1.286	10.833	-0.003	0.013	0.001
Si	-6.813	1.438	10.836	-0.005	-0.002	0.009
Si	-9.533	4.149	10.846	0.014	-0.001	0.003
Si	-6.813	6.879	10.819	0	-0.002	-0.006
Si	-9.541	9.596	10.839	0.011	-0.004	0.005
Si	-6.827	-3.998	10.808	-0.001	0.005	0.001
Si	-4.095	-1.27	10.818	-0.021	0	0.002
Si	-1.356	1.441	10.805	-0.004	0.003	0.008
Si	-4.081	4.154	10.816	0	0.002	-0.001
Si	-1.36	6.869	10.809	0.004	0.001	-0.007
Si	-4.091	9.604	10.8	0.001	-0.006	-0.001
Si	-1.367	-3.996	10.818	0.002	-0.006	0.008
Si	2.725	0.067	12.162	0.008	0.007	0.002
Si	5.433	2.767	12.18	0.009	0.011	0.005
Si	2.717	5.493	12.168	-0.015	0.004	-0.004
Si	5.431	8.193	12.175	-0.026	-0.028	0.001
Si	2.727	10.937	12.19	-0.003	-0.013	0.012
Si	5.44	-2.67	12.176	0.002	-0.005	0.013
Si	8.141	0.028	12.188	0.001	-0.009	0.014
Si	10.847	2.727	12.195	0.001	-0.002	0.009
Si	8.139	5.453	12.187	-0.002	-0.002	0.003
Si	10.867	8.163	12.181	0.016	0.021	-0.003
Si	8.158	10.9	12.168	0.004	0.006	0.002
Si	10.867	-2.709	12.174	0.001	-0.005	0
Si	13.575	-0.007	12.194	-0.004	-0.01	-0.001
Si	16.309	2.705	12.214	-0.001	-0.012	0.001
Si	13.581	5.432	12.198	0.005	0.023	0.003
Si	16.308	8.147	12.201	0.009	0.009	-0.009
Si	13.582	10.875	12.194	-0.001	-0.004	0.005
Si	16.303	-2.737	12.208	-0.008	-0.006	-0.001
Si	19.028	-0.02	12.242	-0.013	-0.006	-0.005
Si	21.76	2.694	12.271	0.002	0.002	-0.001
Si	19.039	5.415	12.244	-0.007	-0.006	0.003
Si	21.76	8.124	12.273	-0.005	0.01	0.001
Si	19.036	10.847	12.235	0	-0.005	0.001
Si	21.754	-2.752	12.265	0.003	-0.002	-0.002
Si	24.489	-0.035	12.296	0.009	0	-0.005
Si	27.2	2.677	12.338	0.004	-0.009	0.001
Si	24.47	5.407	12.316	0.007	0.003	0
Si	27.179	8.109	12.337	-0.009	-0.023	-0.002
Si	24.463	10.844	12.311	-0.004	0	0.005
Si	27.187	-2.762	12.335	-0.013	0.005	-0.005
Si	29.908	-0.042	12.367	-0.012	0	0.004
Si	32.64	2.667	12.36	-0.01	0.003	-0.003
Si	29.913	5.38	12.347	-0.006	-0.009	0.003
Si	32.636	8.108	12.361	0.005	-0.01	0.001
Si	29.906	10.835	12.365	0.024	-0.01	0.005
Si	32.649	-2.764	12.374	0.012	0.008	-0.012
Si	-29.9	-0.042	12.382	0.004	-0.001	0.003
Si	-27.165	2.671	12.381	0.004	-0.013	-0.006
Si	-29.9	5.39	12.378	-0.002	0.03	0.003
Si	-27.17	8.113	12.371	0	0.002	-0.007
Si	-29.908	10.835	12.381	0	0.007	0.007
Si	-27.169	-2.759	12.361	0.004	0.007	-0.005
Si	-24.437	-0.038	12.367	-0.008	0.002	-0.004
Si	-21.717	2.7	12.336	-0.006	0.009	-0.003
Si	-24.433	5.402	12.363	0.007	-0.011	-0.001
Si	-21.716	8.145	12.337	0.004	-0.007	-0.008
Si	-24.433	10.85	12.364	-0.015	0.017	-0.004
Si	-21.718	-2.736	12.352	-0.004	0.001	-0.006
Si	-19.009	0.002	12.323	0.008	0.014	-0.006
Si	-16.294	2.74	12.29	-0.006	-0.008	-0.004
Si	-19.001	5.444	12.304	-0.012	0.006	-0.008
Si	-16.315	8.2	12.276	-0.007	0.006	0
Si	-19.011	10.891	12.317	0.006	-0.003	-0.003
Si	-16.313	-2.693	12.271	0.009	0.003	-0.013
Si	-13.602	0.042	12.248	0.007	-0.014	-0.003
Si	-10.882	2.781	12.211	0.001	0.005	-0.008
Si	-13.601	5.487	12.253	0.006	-0.003	-0.006
Si	-10.89	8.227	12.197	-0.001	0.004	-0.004
Si	-13.604	10.938	12.231	0	0.005	-0.005
Si	-10.896	-2.643	12.211	0.006	0.01	-0.006
Si	-8.174	0.073	12.188	0.007	-0.016	-0.007
Si	-5.432	2.799	12.179	-0.007	0.004	0.008
Si	-8.162	5.522	12.183	0.009	0.004	0.006
Si	-5.439	8.242	12.158	-0.018	0.004	-0.005
Si	-8.175	10.965	12.18	-0.011	-0.01	0.003
Si	-5.458	-2.639	12.156	-0.003	-0.009	-0.001
Si	-2.711	0.084	12.16	0.004	0.003	-0.002
Si	0.004	2.8	12.161	0.015	0.005	-0.001
Si	-2.717	5.517	12.171	-0.005	-0.009	0.004
Si	0.004	8.225	12.168	0.001	0	0.006
Si	-2.728	-5.364	12.161	-0.005	-0.007	0.004
Si	0.012	-2.643	12.162	0.009	0.02	0
Si	1.365	1.437	13.51	-0.002	-0.008	-0.016
Si	4.067	4.128	13.535	-0.01	0.003	-0.014
Si	1.365	6.857	13.523	0.021	-0.007	-0.009
Si	4.072	9.544	13.543	0.028	0.02	0.009
Si	1.367	-3.999	13.531	-0.021	-0.004	0.008
Si	4.081	-1.297	13.53	-0.016	0.002	-0.006
Si	6.777	1.395	13.552	-0.012	-0.006	-0.008
Si	9.468	4.074	13.569	-0.005	0.012	0.002
Si	6.767	6.812	13.541	-0.008	0.011	-0.002
Si	9.505	9.53	13.54	0	-0.006	-0.005
Si	6.804	-4.049	13.523	-0.002	-0.008	-0.008
Si	9.498	-1.357	13.536	0.021	-0.017	-0.011
Si	12.197	1.35	13.552	0.008	0	-0.003
Si	14.937	4.066	13.566	-0.001	-0.008	0.003
Si	12.208	6.79	13.558	0.004	-0.022	0.003
Si	14.934	9.502	13.557	0.005	0	-0.007
Si	12.209	-4.077	13.544	-0.005	0.005	0
Si	14.931	-1.37	13.56	0.007	0.006	-0.004
Si	17.669	1.357	13.593	-0.009	0.007	0.006
Si	20.411	4.073	13.622	0.009	-0.003	0
Si	17.667	6.797	13.575	-0.023	0.014	-0.013
Si	20.393	9.489	13.613	0.008	-0.019	-0.005
Si	17.658	-4.106	13.572	-0.001	0.007	-0.004
Si	20.392	-1.378	13.607	-0.003	0.011	0.003
Si	23.136	1.348	13.631	0.015	-0.013	-0.008
Si	25.849	4.067	13.675	-0.008	0.013	-0.007
Si	23.113	6.779	13.667	0.006	0.005	-0.004
Si	25.812	9.476	13.678	0.005	0.021	-0.008
Si	23.106	-4.1	13.655	0.002	-0.003	0.002
Si	25.84	-1.384	13.681	-0.002	-0.001	-0.005
Si	28.556	1.329	13.718	0.012	0.006	0.008
Si	31.264	4.012	13.705	0.02	0.007	-0.013
Si	28.545	6.746	13.685	0.006	0.006	-0.008
Si	31.271	9.475	13.708	-0.014	0.019	0
Si	28.541	-4.115	13.705	-0.009	0.013	0.004
Si	31.283	-1.4	13.709	0.018	-0.012	-0.01
Si	34.005	1.321	13.717	-0.012	-0.003	-0.007
Si	-28.536	4.026	13.729	-0.01	0.003	0.002
Si	33.999	6.747	13.707	0.008	-0.004	-0.001
Si	-28.542	9.464	13.715	0.018	-0.016	0.001
Si	34.003	-4.12	13.73	-0.025	0.004	0.008
Si	-28.542	-1.415	13.717	-0.004	0.008	-0.004
Si	-25.817	1.293	13.729	-0.007	0.004	0.007
Si	-23.075	4.036	13.709	-0.011	-0.005	0.001
Si	-25.811	6.747	13.713	-0.007	0	-0.003
Si	-23.076	9.484	13.715	-0.004	0.001	0.009
Si	-25.797	-4.108	13.708	-0.004	0.002	-0.01
Si	-23.075	-1.396	13.73	0	-0.009	0.009
Si	-20.368	1.338	13.705	0.012	-0.007	0.003
Si	-17.655	4.078	13.668	0.002	-0.001	-0.002
Si	-20.353	6.784	13.682	0.009	-0.016	-0.002
Si	-17.65	9.547	13.678	-0.023	0.011	0.012
Si	-20.364	-4.095	13.711	-0.006	0.002	0.006
Si	-17.649	-1.355	13.676	-0.006	-0.013	-0.001
Si	-14.942	1.38	13.652	-0.003	0.003	0.003
Si	-12.231	4.124	13.594	0.013	-0.004	0.007
Si	-14.953	6.844	13.629	-0.005	0.003	0.012
Si	-12.231	9.583	13.572	0.008	-0.01	-0.008
Si	-14.95	-4.039	13.624	-0.003	-0.001	-0.012
Si	-12.244	-1.306	13.607	0.006	0.009	0.008
Si	-9.516	1.431	13.566	0.002	0.006	0.006
Si	-6.777	4.181	13.527	-0.005	0.003	0.001
Si	-9.519	6.879	13.545	0.005	0	0.001
Si	-6.791	9.606	13.508	0.014	-0.012	-0.002
Si	-9.521	-3.996	13.556	0.009	-0.016	0.004
Si	-6.803	-1.287	13.528	-0.013	0.012	0.011
Si	-4.049	1.448	13.526	0.005	-0.006	0.005
Si	-1.344	4.164	13.523	-0.001	-0.005	-0.006
Si	-4.067	6.898	13.518	0.005	0.007	-0.003
Si	-1.359	9.595	13.511	0.013	-0.003	-0.008
Si	-4.088	-3.99	13.502	-0.023	0.023	-0.005
Si	-1.339	-1.272	13.508	0.003	-0.016	0
Si	0.007	0.098	14.869	0.011	-0.002	0
Si	2.707	2.776	14.894	-0.008	0	0.012
Si	0.003	5.527	14.89	-0.002	-0.01	0.009
Si	2.72	8.173	14.916	-0.023	-0.011	0.016
Si	0	-5.37	14.865	-0.002	0.009	0.008
Si	2.719	-2.634	14.899	0.012	0.004	0.025
Si	5.422	0.045	14.922	0.011	0.011	0.017
Si	8.098	2.73	14.967	0.001	-0.005	0.009
Si	5.408	5.462	14.925	0.007	0.008	0.009
Si	8.135	8.163	14.886	-0.007	-0.007	-0.013
Si	5.453	10.901	14.87	-0.023	-0.013	0
Si	8.155	-2.715	14.916	-0.007	0.009	0.005
Si	10.821	0.003	14.92	-0.018	-0.018	0.002
Si	13.556	2.703	14.914	0	0.009	0.007
Si	10.834	5.427	14.918	0.012	0.01	-0.002
Si	13.558	8.156	14.924	0.002	0.017	-0.003
Si	10.839	10.902	14.918	0.027	0.002	0.003
Si	13.556	-2.721	14.916	0	-0.01	0.008
Si	16.283	-0.005	14.927	0.003	-0.003	-0.001
Si	19.049	2.711	14.96	-0.015	0.001	0
Si	16.295	5.446	14.917	0.024	-0.006	0.004
Si	19.032	8.129	14.966	0.004	0.006	0.004
Si	16.295	10.849	14.927	-0.013	0.001	0.005
Si	19.015	-2.749	14.937	-0.001	-0.009	-0.003
Si	21.777	-0.02	14.96	-0.005	0.005	-0.005
Si	24.475	2.724	15.008	0.009	-0.003	-0.008
Si	21.748	5.433	15.027	0.005	0	0.004
Si	24.477	8.114	15.057	-0.004	-0.009	0.013
Si	21.752	10.836	14.989	-0.015	0.007	-0.002
Si	24.467	-2.734	15.023	0.01	0.015	-0.001
Si	27.198	-0.034	15.059	-0.012	-0.013	0.006
Si	29.913	2.68	15.099	0.004	-0.005	0.003
Si	27.214	5.397	15.072	-0.001	0.015	0.011
Si	29.889	8.114	15.031	0.01	-0.012	-0.011
Si	27.16	10.838	15.034	-0.003	-0.014	0.007
Si	29.927	-2.764	15.051	-0.011	0.015	0.002
Si	32.621	-0.017	15.061	0.006	-0.002	0.004
Si	35.375	2.661	15.075	0	0.004	0.008
Si	32.642	5.36	15.032	-0.021	0.004	-0.004
Si	35.354	8.109	15.056	-0.002	0.005	0.01
Si	32.625	10.84	15.066	0.01	-0.015	0
Si	35.356	-2.743	15.076	0.018	-0.002	0.01
Si	-27.18	-0.085	15.086	-0.007	-0.011	0.008
Si	-24.447	2.664	15.053	0.001	-0.012	-0.007
Si	-27.176	5.393	15.075	0.016	0.003	0.012
Si	-24.442	8.099	15.054	-0.014	-0.017	0.005
Si	-27.166	10.84	15.029	-0.003	0.007	-0.004
Si	-24.439	-2.77	15.087	-0.003	0.009	0
Si	-21.709	-0.037	15.087	-0.015	0.008	-0.004
Si	-19	2.701	15.053	0.002	-0.004	-0.006
Si	-21.692	5.395	15.04	0	0.017	-0.003
Si	-19.013	8.172	15.029	-0.004	-0.008	-0.004
Si	-21.724	10.852	15.075	0.019	0.012	-0.002
Si	-18.996	-2.718	15.052	0.009	0.01	-0.006
Si	-16.296	0.014	15.037	0.002	0.007	-0.005
Si	-13.559	2.747	14.98	0.017	0.011	-0.016
Si	-16.298	5.462	14.999	-0.014	0.002	-0.006
Si	-13.578	8.235	14.953	-0.002	0.001	-0.002
Si	-16.283	10.93	15.02	0.018	0.009	-0.009
Si	-13.608	-2.665	14.982	-0.013	-0.005	-0.01
Si	-10.871	0.067	14.939	-0.009	0.013	-0.012
Si	-8.132	2.822	14.873	0	-0.01	-0.011
Si	-10.867	5.518	14.912	-0.005	-0.014	-0.014
Si	-8.142	8.256	14.869	0	0.018	0.003
Si	-10.882	10.966	14.915	0.003	-0.005	-0.005
Si	-8.141	-2.644	14.91	0.001	0.005	0.007
Si	-5.407	0.067	14.85	-0.013	-0.017	0.005
Si	-2.684	2.81	14.89	0.005	0.007	0.002
Si	-5.412	5.546	14.884	-0.007	0.008	0.014
Si	-2.709	8.252	14.887	-0.012	-0.006	0.008
Si	-5.437	-5.35	14.859	-0.007	-0.011	0.003
Si	-2.702	-2.64	14.837	0.006	0.016	-0.005
O	0.31	-2.484	22.175	0.102	-0.104	0.725
O	4.566	1.118	23.075	0.378	-0.273	0.285
O	7.455	-1.768	25.538	-0.009	0.164	-0.03
O	3.141	6.167	25.377	0.06	-0.381	0.576
O	-0.389	3.87	22.64	-0.778	0.044	0.057
O	5.972	4.177	-6.818	-0.373	0.352	0.086
O	5.405	-8.041	21.885	-0.144	0.083	0.458
O	-0.768	-6.706	24.463	-0.253	-0.265	0.536
O	0.926	-7.316	22.622	0.316	0.006	0.186
O	3.947	-3.434	23.002	0.109	0.546	0.187
O	2.657	-5.433	22.035	0.179	0.058	0.189
O	6.399	-1.919	23.125	-0.452	-0.381	0.015
O	7.947	-0.114	22.084	-0.18	-0.217	0.475
O	9.212	1.615	23.401	-0.366	0.042	0.099
O	7.856	2.416	-2.753	-0.012	-0.334	-0.098
O	5.663	3.554	22.962	-0.148	0.294	-0.067
O	7.802	5.216	22.236	0.105	0.028	0.135
O	9.771	6.422	23.284	0.029	0.209	0.26
O	12.155	-7.29	22.988	-0.083	-0.454	0.146
O	7	-4.129	24.442	0.337	0.065	-0.287
O	8.532	-6.145	25.079	0.091	-0.666	0.192
O	12.09	1.007	-3.115	-0.498	0.288	0.11
O	10.903	-2.738	22.099	0.221	-0.211	0.313
O	16.944	0.142	24.543	0.4	0.047	-0.153
O	12.484	-1.078	23.262	-0.184	0.451	0.208
O	14.86	-1.45	24.394	0.113	-0.535	0.44
O	14.98	0.498	22.736	-0.094	0.077	0.486
O	12.522	3.294	-4.169	-0.171	0.423	-0.322
O	11.644	3.356	22.574	-0.261	-0.438	-0.161
O	13.358	5.439	22.062	-0.046	0	0.357
O	14.893	7.511	22.877	-0.078	0.084	0.086
O	13.527	-5.499	21.744	0.304	0.138	-0.025
O	15.669	-7.997	25.257	-0.597	-0.147	-0.068
O	15.059	-3.977	23.083	0.578	0.272	0.185
O	15.988	-1.899	-3.213	-0.194	-0.165	0.047
O	18.865	-5.513	22.173	0.107	0.031	0.487
O	17.159	-0.102	-5.995	-0.352	-0.261	0.183
O	18.941	-0.042	22.06	-0.067	-0.056	0.406
O	20.933	1.415	23.09	0.041	0.346	0.237
O	16.331	2.596	22.019	0.286	-0.122	0.307
O	17.913	4.381	23.015	0.437	0.323	0.412
O	17.225	6.798	23.739	0.573	0.021	0.033
O	20.221	6.223	23.017	-0.256	-0.322	0.178
O	16.898	-7.048	23.056	0.022	0.428	0.162
O	20.222	-3.68	23.339	0.401	0.459	0.179
O	16.788	-1.54	22.607	0.049	-0.618	0.16
O	22.934	-3.653	24.806	-0.762	0.006	-0.177
O	24.426	-0.034	22.139	0.006	-0.036	0.069
O	26.409	1.511	23.172	0.325	-0.312	0.357
O	23.333	4.269	23.598	-0.163	-0.236	0.181
O	24.697	5.621	22.082	0.083	0.041	0.408
O	26.522	7.247	22.984	0.141	-0.421	0.285
O	25.816	-6.63	23.707	-0.044	0.332	-0.525
O	21.69	8.209	22.179	0.236	-0.087	0.618
O	23.255	-6.321	23.241	-0.191	0.628	0.034
O	24.683	-3.472	-6.54	0.028	-0.144	0.598
O	27.054	-2.821	22.202	0.133	-0.194	0.386
O	27.644	2.126	25.452	0.006	-0.088	-0.066
O	28.949	-1.405	23.171	0.03	-0.199	0.597
O	29.979	0.952	22.763	-0.752	0.37	-0.243
O	30.836	-1.364	-5.864	0.015	0.135	0.298
O	20.727	1.989	25.69	-0.616	-0.129	0.549
O	27.925	3.691	23.292	0.008	-0.05	0.37
O	26.977	-7.231	-5.51	-0.073	0.14	-0.103
O	32.098	6.866	23.4	0.18	0.1	0.078
O	28.318	-7.192	23.274	0.412	-0.071	0.785
O	32.158	-4.183	22.96	-0.065	0.317	0.092
O	31.556	-0.765	23.689	0.208	0.16	-0.551
O	-32.498	-8.017	25.595	0.425	0.351	0.415
O	-27.683	3.009	25.141	-0.569	-0.554	0.226
O	-26.763	3.806	22.808	-0.523	0.221	0.184
O	32.361	2.156	22.741	0.209	-0.206	-0.008
O	-31.439	4.195	23.344	0.227	0.314	0.353
O	-27.508	7.759	22.262	-0.19	-0.08	0.739
O	-32.001	-6.625	23.06	-0.005	-0.523	0.236
O	-29.984	-5.573	21.944	0.281	-0.159	-0.236
O	-31.658	-0.422	25.449	0.387	-0.25	0.037
O	-28.077	-1.494	-6.347	-0.548	0.132	-0.379
O	-26.276	-1.958	22.974	-0.309	-0.174	-0.002
O	-24.612	-0.222	21.969	-0.112	-0.058	0.076
O	-23.202	1.089	23.565	0.654	0.012	0.349
O	-22.358	6.206	-3.811	0.033	-0.275	-0.373
O	-28.354	-6.784	-5.582	-0.319	0.601	0.014
O	-28.615	5.358	25.639	0.063	-0.144	-0.607
O	-19.181	7.976	25.703	0.556	-0.394	-0.338
O	-23.057	7.11	23.118	-0.032	0.478	0.05
O	-25.769	-6.849	23.279	-0.218	0.365	0.211
O	-23.3	-4.87	23.064	0.013	-0.463	-0.001
O	-24.756	-5.242	25.142	-0.43	0.102	0.484
O	-23.217	-5.153	-3.799	0.201	0.135	0.16
O	-20.382	-1.36	23.411	0.035	-0.42	0.446
O	-18.268	-0.349	24.725	0.285	0.045	-0.068
O	-18.946	3.185	25.398	-0.425	0.017	0.495
O	-17.92	6.654	-5.304	0.4	0.175	-0.224
O	-20.337	3.677	23.173	-0.748	0.073	0.474
O	-18.897	5.541	22.172	-0.074	0.126	0.523
O	-17.251	7.407	23.111	-0.588	0.071	0.448
O	-21.667	7.433	25.213	0.123	-0.423	0.671
O	-20.263	-7.761	23.217	-0.103	-0.059	0.003
O	-15.616	-1.996	23.187	-0.374	-0.201	0.331
O	-22.042	-7.52	-3.519	0.165	0.208	0.635
O	-13.974	0.052	22.799	0.102	0.37	-0.169
O	-10.712	2.869	20.875	-0.114	0.087	-0.537
O	-16.666	4.492	25.209	-0.118	0.439	0.123
O	-15.212	3.825	23.06	-0.085	-0.461	-0.022
O	-13.368	5.403	22.059	-0.061	-0.198	0.201
O	-11.842	7.174	23.251	0.281	0.179	0.079
O	-14.982	-7.63	22.913	-0.194	-0.253	0.319
O	-13.521	-5.471	22.268	-0.177	-0.052	0.583
O	-11.827	-3.593	23.185	-0.104	0.569	0.323
O	-9.359	-3.758	24.279	0.048	-0.369	0.327
O	-9.329	-1.7	22.848	-0.331	0.216	0.251
O	-9.27	2.138	24.728	-0.168	-0.235	0.127
O	-11.232	1.661	23.019	0.252	-0.22	0.479
O	-4.796	4.182	22.841	0.046	0.4	0.257
O	-7.894	0.263	22.022	-0.157	0.015	0.338
O	-9.738	3.946	22.953	-0.025	0.496	0.182
O	-7.39	6.243	22.836	-0.276	-0.791	0.087
O	-11.55	3.551	24.772	-0.076	0.248	0.185
O	-9.182	-6.898	23.199	-0.562	-0.456	0.316
O	-8.946	-6.185	25.751	0.468	0.394	0.553
O	-4.247	-6.369	23.303	0.742	0.141	0.209
O	-7.056	-3.203	22.987	0.583	0.036	0.465
O	-4.553	-1.323	23.151	-0.642	-0.027	0.005
O	-7.642	-0.838	-5.927	0.351	-0.246	0.387
O	-2.767	0.113	22.016	-0.052	0.402	0.24
O	-0.978	1.494	23.144	0.425	-0.296	0.163
O	-3.335	3.899	-6.197	-0.476	-0.142	0.367
O	-3.243	5.597	-4.012	-0.589	0.155	-0.003
O	-2.784	5.643	22.088	0.23	0.234	0.599
O	-1.123	7.398	23.056	-0.368	-0.06	0.111
O	-5.575	8.116	22.137	-0.031	-0.049	-0.022
O	-7.847	-1.74	25.009	-0.112	-0.107	0.363
O	-1.414	-4.467	23.039	-0.265	-0.369	-0.149
O	0.292	-1.617	25.114	-0.205	-0.008	-0.278
O	4.635	2.101	-5.734	-0.062	0.104	0.348
O	9.229	1.756	-7.091	0.213	0.234	-0.059
O	-0.707	0.703	25.725	0.186	0.525	-0.456
O	3.938	6.683	23.077	-0.166	-0.448	0.214
O	11.155	-5.912	24.927	0.039	0.008	0.501
O	10.593	4.269	24.721	-0.265	-0.227	0.148
O	2.949	6.562	-3.993	0.31	-0.125	-0.378
O	0.819	6.987	-5.482	-0.136	0.58	-0.509
O	6.137	-4.087	-3.049	0.379	0.057	-0.466
O	9.645	-0.338	25.232	0.473	-0.477	-0.185
O	13.253	3.423	24.611	0.447	-0.446	-0.163
O	12.791	1.016	-5.632	-0.716	0.37	-0.058
O	12.555	6.167	-5.721	0.476	-0.284	-0.021
O	13.685	-5.835	-3.629	-0.381	0.154	0.322
O	14.402	-6.729	-6.031	-0.114	0.282	-0.281
O	3.687	-6.765	-5.901	0.402	-0.31	0.128
O	8.752	-4.594	-4.546	-0.054	0.338	0.402
O	12.844	-0.753	25.888	-0.709	0.322	0.039
O	17.022	3.456	-5.191	-0.122	0.523	0.323
O	19.622	-0.963	-5.778	0.196	-0.112	0.033
O	12.107	5.638	-3.17	0.181	0.207	0.388
O	16.968	2.446	25.739	0.53	0.031	-0.46
O	13.739	-5.75	24.533	0.238	-0.079	-0.154
O	12.697	-7.965	25.472	0.245	0.147	0.294
O	17.502	-4.046	-5.87	0.049	0.432	-0.31
O	13.795	-0.826	-2.628	0.283	0.071	0.38
O	14.45	-1.003	-5.197	0.304	-0.069	-0.181
O	20.177	-2.867	25.894	0.084	-0.204	0.225
O	22.778	0.61	24.956	0.768	0.256	-0.274
O	19.173	3.943	-3.826	-0.022	0.172	0.317
O	17.817	6.28	-5.611	-0.007	-0.338	-0.31
O	18.112	-5.799	-3.877	0.643	-0.116	-0.206
O	18.165	-6.651	-1.414	-0.067	0.502	-0.043
O	13.087	-3.212	24.754	-0.288	-0.12	0.473
O	19.239	-7.968	-6.372	-0.721	0.321	0.262
O	20.875	-3.75	-4.012	-0.558	0.217	-0.456
O	27.727	2.921	-5.342	-0.111	0.681	-0.317
O	30.185	-7.778	25.748	-0.438	0.174	-0.298
O	27.041	8.092	25.382	0.127	-0.247	0.021
O	25.565	1.346	-1.302	-0.465	0.254	0.084
O	24.746	-4.057	22.827	-0.226	-0.278	0.312
O	20.895	3.645	-5.743	0.218	-0.217	0.219
O	21.732	-7.593	-7.05	0.268	0.205	-0.158
O	29.509	1.136	-5.881	0.429	0.127	0.21
O	26.531	-0.45	-3.098	-0.153	-0.522	0.206
O	23.109	0.809	-5.587	-0.164	0.378	-0.227
O	15.441	4.844	23.902	-0.069	0.044	-0.432
O	9.817	1.324	-1.623	-0.019	-0.265	-0.305
O	-30.587	4.114	-1.035	0.196	-0.529	-0.256
O	31.663	0.843	-7.073	-0.367	0.337	-0.327
O	27.524	4.629	-3.336	-0.197	0.173	-0.357
O	-24.349	1.84	-4.523	-0.226	0.067	0.385
O	29.805	3.225	-3.678	0.3	-0.187	0.142
O	-26.466	-7.035	25.816	0.237	-0.175	0.292
O	29.957	5.396	22.485	0.135	0.047	0.032
O	27.214	0.256	-5.497	-0.562	-0.143	-0.322
O	0.571	-3.519	-5.997	-0.641	0.103	0.068
O	-31.522	2.227	25.007	0.673	0.253	-0.001
O	-29.897	-0.076	22.285	0.217	0.29	0.403
O	29.995	5.809	25.609	-0.643	-0.291	-0.415
O	-28.211	3.238	-5.587	-0.061	0.128	0.013
O	32.609	5.706	25.738	0.333	-0.137	0.262
O	-30.655	6.791	24.633	0.096	-0.058	-0.587
O	-28.475	-5.125	-0.689	-0.168	-0.292	0.014
O	-29.04	-3.409	25.867	-0.507	0.157	0.364
O	-28.72	-3.889	23.325	0.464	0.352	0.191
O	29.268	-5.935	-5.106	0.091	-0.339	0.053
O	-26.498	-2.728	25.433	-0.152	-0.454	-0.201
O	-29.559	7.851	-3.987	-0.186	0.106	0.675
O	-30.444	5.476	-3.319	-0.587	-0.134	-0.14
O	-25.119	-0.477	24.845	-0.211	-0.001	0.48
O	-20.873	-6.367	25.254	-0.231	0.37	-0.524
O	-14.064	4.113	25.38	0.037	0.234	0.416
O	-26.182	4.453	-6.82	-0.128	0.085	-0.052
O	-28.654	7.948	25.808	0.049	-0.033	-0.268
O	-24.64	5.304	22.189	0.379	-0.054	0.588
O	-25.131	6.572	-5.67	-0.011	0.121	-0.446
O	-22.941	-2.439	-3.145	0.163	0.022	0.494
O	-27.377	2.175	-3.383	0.427	-0.449	-0.342
O	-16.814	-0.672	-6.272	0.314	-0.374	0.659
O	14.91	-4.641	-1.477	0.085	-0.048	-0.168
O	-23.844	4.181	-5.623	0.109	0.296	-0.136
O	-19.107	-1.721	-6.167	-0.447	-0.242	-0.043
O	-18.92	5.054	-3.438	-0.398	-0.531	-0.005
O	-18.134	4.07	-5.707	-0.538	-0.14	0.027
O	-14.711	7.615	-5.632	-0.039	-0.072	0.015
O	-12.04	7.631	-1.511	-0.352	0.032	-0.027
O	-16.197	-5.509	-3.488	0.159	0.21	-0.062
O	-15.853	-7.882	25.284	-0.436	0.131	0.287
O	-20.157	-0.875	-1.368	0.248	-0.453	-0.369
O	-27.302	-3.787	-5.321	-0.011	-0.362	-0.288
O	-17.345	-3.929	23.266	-0.358	-0.112	0.504
O	-20.418	-5.108	-5.927	0.03	0.342	0.235
O	-13.145	1.596	24.942	0.296	-0.031	0.168
O	-14.621	0.623	-5.897	0.268	0.524	0.001
O	9.911	-5.207	-1.055	-0.223	-0.229	0.034
O	-12.711	-1.272	-5.732	0.479	0.147	0.431
O	-16.368	4.808	-3.969	0.03	-0.12	0
O	-15.129	6.235	24.065	0.665	-0.011	-0.245
O	-8.119	-5.166	21.71	-0.045	0.112	0.318
O	-11.015	-6.632	-3.08	0.42	0.134	0.459
O	-11.325	-5.049	25.26	-0.391	-0.071	-0.071
O	-19.595	-5.582	-3.492	-0.382	0.411	-0.128
O	-13.381	-3.708	-6.768	0.322	-0.19	0.28
O	-7.062	0.821	25.04	0.427	-0.032	-0.234
O	-15.006	4.228	-1.71	-0.291	0.174	-0.152
O	-6.876	3.321	24.315	-0.064	0.58	-0.017
O	-9.442	6.136	-5.741	0.203	0.145	0.006
O	-8.638	5.437	25.118	-0.203	-0.52	0.187
O	-7.893	7.88	24.854	-0.252	-0.066	0.558
O	-13.195	-7.919	-3.686	0.004	0.349	-0.096
O	-10.901	-7.676	25.239	0.109	-0.014	-0.104
O	-5.438	-1.083	25.701	0.096	-0.218	0.42
O	-4.846	-3.213	-3.398	-0.056	-0.082	-0.173
O	-3.997	-0.769	-3.659	-0.203	0.59	-0.635
O	-5.171	-5.638	-4.068	0.19	-0.541	-0.009
O	-1.522	-0.181	-2.949	-0.46	0.13	0.098
O	-3.9	6.353	-6.48	0.14	0.432	0.091
O	3.521	2.24	-1.26	-0.266	0.217	-0.251
O	-19.069	2.785	-0.325	0.116	0.094	-0.336
O	-3.755	-4.091	-5.674	0.148	0.387	-0.076
O	-4.771	-5.201	25.599	-0.164	0.337	0.398
O	-2.144	-4.861	25.607	0.251	-0.229	0.366
O	0.795	2.867	24.657	-0.025	0.427	0.413
O	0.47	-1.175	-1.249	-0.368	-0.334	-0.248
O	3.12	0.119	-4.786	0.507	-0.173	-0.011
O	4.055	7.103	-1.596	0.457	0.239	-0.09
O	7.002	6.406	-5.822	-0.013	0.344	-0.007
O	7.961	-0.168	-5.898	-0.332	0.101	0.351
O	0.57	4.577	-4.482	-0.039	-0.574	-0.183
O	2.279	-7.707	-0.514	-0.206	-0.034	-0.585
O	1.877	0.593	25.06	0.091	-0.094	-0.425
O	-2.708	-4.942	-3.426	-0.113	-0.475	0.386
O	-0.012	-4.213	-3.551	0.204	-0.294	0.066
O	-2.135	-0.844	-5.525	0.326	-0.507	-0.059
O	-30.284	-7.868	-0.171	0.021	-0.187	-0.673
O	6.619	-6.219	-4.346	-0.371	-0.048	-0.242
O	2.121	2.108	-6.294	-0.392	0.348	0.314
O	12.281	-6.237	-1.183	0.18	-0.121	-0.342
O	9.189	-6.975	-5.25	-0.182	-0.128	-0.562
O	13.328	5.911	25.073	0.028	0.184	-0.38
O	7.791	-3.661	-0.97	0.084	0.365	-0.23
O	10.831	-6.322	-3.287	-0.03	0.001	-0.066
O	7.377	8.086	-0.865	-0.161	-0.516	0.331
O	8.292	5.581	25.321	0.039	0.118	0.128
O	24.667	-0.86	-6.738	0.151	0.2	0.449
O	6.619	4.398	-1.436	-0.219	0.674	-0.149
O	7.192	2.258	-5.613	-0.115	0.347	0.387
O	14.945	1.638	-1.372	-0.147	-0.318	-0.304
O	17.105	2.261	-2.968	0.395	-0.452	0.438
O	-23.786	-0.789	-5.097	-0.056	-0.286	0.045
O	4.975	-3.945	-0.878	0.01	-0.358	-0.238
O	17.435	4.908	25.57	0.605	0.109	0.324
O	-7.761	2.396	-6.398	0.566	0.133	0.345
O	11.662	-3.962	-2.446	0.24	0.285	0.339
O	5.995	-6.245	25.719	0.423	-0.307	0.338
O	31.283	-4.138	-5.572	0.282	0.066	0.146
O	11.711	-0.76	-1.081	-0.676	0.506	-0.125
O	15.159	3.947	-2.424	-0.749	0.204	0.165
O	19.473	6.553	25.432	-0.653	-0.113	-0.231
O	20.276	6.114	-5.22	0.596	0.273	0.032
O	21.113	-1.495	-2.708	-0.266	0.189	-0.15
O	1.856	-2.282	-4.036	0.364	-0.1	0.232
O	16.395	5.856	-3.528	0.003	-0.182	0.014
O	18.022	-4.022	24.803	-0.401	0.285	-0.659
O	22.132	-5.959	-3.381	-0.012	-0.447	-0.319
O	17.91	7.941	-3.444	0.629	-0.207	0.338
O	15.893	-4.488	-3.909	-0.382	0.333	-0.267
O	16.402	-0.075	-0.244	0.067	-0.15	-0.548
O	18.211	-0.583	-3.617	0.293	0.367	0.625
O	15.472	-4.014	25.621	-0.255	0.553	0.138
O	-14.595	-1.028	-3.891	-0.238	0.078	0.345
O	-22.334	-4.244	25.522	0.057	0.269	0.002
O	1.144	4.213	-1.782	0.371	-0.235	-0.301
O	22.071	-1.523	-6.448	0.257	-0.34	0.322
O	20.39	-0.476	24.862	-0.675	-0.133	-0.341
O	25.091	1.542	-3.897	0.222	0.168	-0.292
O	23.165	6.857	-5.898	-0.228	-0.068	0.495
O	32.007	-2.537	25.456	0.089	-0.458	-0.245
O	-32.31	-5.805	-0.182	0.288	-0.031	-0.523
O	3.782	-5.114	24.991	-0.456	-0.09	-0.419
O	1.015	0.187	-3.333	0.062	0.354	0.014
O	-31.031	-4.629	24.572	-0.262	0.029	0.54
O	31.092	3.763	-5.906	-0.21	-0.548	0.006
O	22.817	-2.122	22.682	-0.853	-0.154	-0.14
O	31.082	-5.413	-3.344	0.469	-0.219	0.365
O	32.469	2.638	-4.016	-0.045	0.04	0.015
O	22.883	2.814	-3.876	-0.455	-0.074	-0.166
O	25.787	6.717	-5.595	0.122	0.123	0.224
O	-23.71	-4.215	-1.478	0.128	-0.309	-0.156
O	27.594	-2.292	-4.83	-0.19	-0.257	0.433
O	23.008	3.345	25.895	-0.157	-0.319	0.142
O	24.354	-5.585	25.65	0.273	-0.152	0.296
O	2.423	-0.348	22.18	-0.147	0.143	0.553
O	-31.605	0.545	-3.046	0.43	-0.371	-0.015
O	28.476	4.574	-0.955	-0.022	0.082	-0.074
O	29.281	-3.176	-6.833	-0.193	0.164	-0.149
O	-26.116	0.209	-5.616	-0.192	0.367	-0.282
O	-24.049	-7.761	25.054	0.013	0.253	0.329
O	31.793	-5.703	25.017	-0.448	0.219	0.208
O	-29.91	-2.907	-0.272	-0.217	0.067	-0.579
O	-18.949	-0.786	-3.632	0.461	-0.187	0.055
O	31.65	-6.755	-5.663	0.23	-0.254	0.424
O	-9.446	-3.289	-2.482	0.215	0.346	0.196
O	-20.361	0.63	-5.269	0.143	0.378	-0.555
O	-21.908	2.682	-4.389	0.351	0.295	-0.301
O	-31.443	0.981	-5.651	0.236	-0.228	0.03
O	-25.518	1.981	24.112	0.066	0.046	0.305
O	0.899	7.48	24.698	-0.064	0.392	0.282
O	22.584	-3.767	-2.081	0.452	0.433	-0.161
O	-23.696	4.098	-3.045	0.11	-0.218	0.411
O	-24.902	6.502	-3.115	-0.614	-0.134	0.22
O	-26.928	7.824	-4.149	-0.156	0.039	0.183
O	10.78	7.531	-4.32	-0.528	-0.261	-0.058
O	-16.53	-2.858	-3.762	-0.215	0.352	-0.279
O	-27.361	-4.017	-2.673	-0.553	0.266	0.203
O	-22.174	0.191	-3.406	-0.316	0.11	0.56
O	-28.743	-5.882	25.031	-0.041	-0.279	-0.149
O	-0.42	1.278	-1.223	0.126	0.185	-0.033
O	30.911	7.701	-3.153	0.156	0.307	-0.002
O	29.981	-5.48	22.245	-0.19	0.027	0.413
O	-26.927	-0.231	-0.229	0.017	-0.104	-0.481
O	-12.852	0.939	-4.1	0.105	-0.176	0.398
O	-20.245	7.121	-2.516	0.271	0.556	0.484
O	-20.443	7.42	-5.129	-0.227	-0.197	-0.342
O	13.601	-3.066	-3.942	0.203	-0.306	-0.335
O	-18.48	-4.416	-1.327	-0.231	0.458	-0.344
O	-6.404	-1.23	-2.488	-0.217	-0.004	-0.08
O	24.055	-8.061	25.013	0.471	-0.474	0.028
O	21.416	-5.621	-0.714	-0.36	-0.665	-0.065
O	28.976	-4.641	-1.836	0.265	0.113	0.163
O	-12.721	-5.029	-4.054	-0.228	-0.101	-0.214
O	-14.083	3.395	-3.996	0.024	-0.144	0.045
O	-5.987	6.097	25.062	0.209	-0.545	-0.178
O	-8.966	2.772	-4.002	0.389	-0.226	0.316
O	-13.295	7.852	25.363	-0.094	-0.009	-0.287
O	20.419	-5.997	-5.329	-0.679	-0.054	0.259
O	-18.048	6.218	-1.259	0.489	0.107	-0.512
O	-15.517	-4.42	-5.716	0.102	0.383	0.155
O	-18.607	-7.062	-5.463	0.531	0.132	0.256
O	-13.555	-1.061	25.052	-0.13	-0.305	-0.107
O	-27.111	-1.601	-3.927	-0.029	0.293	0.3
O	-19.007	-5.609	22.3	0.101	0.28	0.252
O	-12.288	-4.444	-1.451	0.286	-0.547	-0.241
O	-8.27	0.151	-3.643	0.122	0.369	-0.125
O	-4.396	2.761	24.945	-0.104	0.008	0.347
O	-6.395	6.834	-5.832	-0.191	-0.344	0.103
O	20.105	-5.478	25.276	-0.051	-0.141	-0.436
O	-11.255	-2.325	25.457	0.358	0.347	-0.022
O	-1.27	4.632	-2.668	-0.056	-0.738	-0.014
O	-7.718	-4.952	-3.374	-0.098	0.417	-0.614
O	27.529	2.022	-2.909	0.404	-0.064	0.201
O	-13.718	-2.666	-0.216	0.137	0.127	0.043
O	-28.383	4.234	-2.368	0.238	0.285	-0.773
O	-5.663	1.722	22.717	0.287	-0.335	0.268
O	-3.001	-0.38	25.124	0.075	0.175	-0.137
O	22.641	-4.793	-5.743	0.256	0.229	0.156
O	2.896	2.576	-3.815	-0.545	0.258	0.145
O	24.166	5.039	-4.325	0.637	-0.081	0.102
O	3.44	2.839	24.547	-0.163	0.445	-0.028
O	26.944	-1.994	25.853	0.419	0.242	-0.234
O	0.813	5.253	26.005	-0.181	-0.477	-0.158
O	14.967	3.881	-6.78	-0.336	0.077	0.452
O	-17.791	-6.89	-2.037	0.131	-0.724	0.32
O	-2.004	-2.552	-3.663	0.01	-0.193	-0.538
O	-14.2	-6.377	-6.924	0.358	0.04	0.12
O	12.446	3.697	-1.473	-0.007	-0.271	-0.146
O	-1.421	5.671	-5.894	-0.077	0.053	-0.237
O	-3.806	4.625	-1.641	-0.528	-0.239	-0.582
O	-9.781	-1.729	-4.704	-0.438	-0.11	-0.175
O	0.893	-0.722	-5.821	-0.259	0.206	0.24
O	30.954	6.694	-5.531	0.254	-0.069	-0.117
O	-23.116	6.124	-1.292	0.253	0.084	-0.039
O	5.416	6.405	-3.686	0.165	0.164	-0.08
O	9.696	-4.415	-7.114	-0.131	0.033	0.118
O	0.61	6.644	-2.911	-0.071	0.453	0.314
O	0.244	-5.594	-0.512	0.169	-0.09	-0.536
O	2.668	-2.603	-0.502	-0.056	-0.079	-0.402
O	31.502	3.705	24.645	-0.413	-0.24	-0.048
O	5.261	0.312	-0.525	0.03	0.122	-0.573
O	22.028	6.679	24.944	0.208	-0.049	-0.007
O	9.498	1.493	-4.43	0.694	-0.128	0.012
O	5.022	-2.704	25.24	-0.027	0.119	0.548
O	-15.533	0.722	24.842	-0.572	-0.076	-0.132
O	5.988	-6.256	-1.614	-0.272	-0.083	-0.097
O	9.686	7.387	-1.515	0.432	0.187	-0.336
O	27.18	-5.662	-3.452	-0.214	-0.075	-0.01
O	7.876	7.081	-3.386	0.27	-0.031	-0.383
O	0.349	-4.34	24.871	0.202	-0.348	-0.077
O	6.299	-1.74	-1.55	0.041	0.248	-0.681
O	9.556	-4.491	23.355	-0.055	0.097	0.241
O	17.4	4.701	-1.26	0.296	0.23	-0.573
O	8.241	2.839	-0.154	0.071	-0.065	-0.249
O	-12.572	2.68	-5.999	0.14	-0.098	0.036
O	27.426	-0.068	-0.271	-0.004	-0.147	-0.344
O	10.937	5.453	-0.361	0.227	-0.191	-0.369
O	31.632	5.11	-3.64	0.165	0.043	0.43
O	15.317	6.327	-1.257	-0.02	0.199	-0.683
O	1.896	-7.392	-4.005	-0.329	0.256	0.247
O	10.741	6.643	25.658	-0.195	0.243	0.439
O	2.297	-4.855	-4.622	0.054	0.159	0.117
O	24.821	8.011	-0.393	0.109	-0.089	-0.23
O	11.476	-1.582	-3.573	-0.312	0.215	-0.471
O	14.619	1.783	-3.907	0.221	-0.262	-0.253
O	-11.116	-6.632	-5.675	-0.086	-0.428	0.106
O	20.773	0.874	-1.481	-0.367	0.336	-0.378
O	19.094	2.721	-0.54	0.171	-0.066	-0.595
O	13.707	8.139	-0.3	-0.194	0.185	-0.134
O	-2.913	1.416	-6.45	-0.208	-0.193	0.559
O	19.495	7.766	-0.359	-0.018	0.19	-0.517
O	-3.679	-2.895	24.997	0.297	-0.27	-0.464
O	13.504	-2.728	-0.386	0.036	0.137	0.065
O	4.18	-6.08	-3.42	-0.275	-0.349	0.441
O	-15.879	8.134	-3.423	-0.277	-0.444	0.209
O	20.127	-3.496	-1.337	-0.577	0.401	-0.192
O	22.697	-0.773	-0.773	-0.161	0.305	0.067
O	24.623	-2.633	-0.302	0.1	0.034	-0.222
O	-11.512	3.106	-3.521	-0.256	0.255	0.356
O	27.37	-6.314	-0.779	-0.491	-0.266	0.158
O	21.608	5.71	-0.486	-0.297	0.037	-0.135
O	-6.771	-6.18	24.209	0.139	0.214	0.059
O	-30.333	6.159	-5.878	-0.105	-0.2	0.047
O	23.758	-6.253	-1.39	0.308	-0.362	-0.334
O	5.934	2.179	25.163	0.462	-0.602	-0.241
O	9.269	-2.304	-5.777	-0.162	0.168	0.26
O	26.368	-4.093	-1.457	0.029	0.281	-0.756
O	10.259	3.596	-2.948	-0.563	0.41	-0.05
O	31.408	-3.959	-1.173	0.101	0.348	-0.2
O	7.209	4.582	-3.979	0.564	-0.231	-0.207
O	32.138	1.085	-0.956	0.168	0.194	-0.096
O	-8.044	6.978	-3.748	-0.017	-0.169	0.283
O	26.33	6.042	-1.306	-0.434	-0.042	-0.289
O	30.118	2.666	-0.249	-0.174	-0.085	-0.638
O	-4.241	-7.503	-1.278	0.34	-0.332	-0.339
O	-29.119	6.404	-1.217	0.464	0.328	-0.188
O	6.837	-6.362	23.14	0.182	-0.23	-0.007
O	28.382	6.861	-5.859	-0.032	-0.447	0.265
O	18.874	1.535	-4.855	0.366	0.107	-0.278
O	29.059	-0.544	-3.644	0.266	0.377	-0.179
O	25.555	3.455	24.66	-0.086	-0.14	0.297
O	-15.197	-4.135	24.77	0.336	-0.116	-0.23
O	-28.363	1.88	-1.02	-0.819	0.252	-0.13
O	-32.543	5.418	-0.055	-0.079	0.202	-0.584
O	29.668	-7.383	-1.144	0.203	0.383	-0.127
O	30.682	6.617	-0.822	-0.281	-0.338	-0.249
O	-6.163	6.952	-1.137	0.1	-0.445	-0.029
O	-17.082	-2.506	25.429	-0.115	-0.315	0.275
O	31.45	-0.743	-2.638	0.096	-0.171	-0.708
O	13.349	7.94	-4.036	0.159	-0.115	0.203
O	-8.89	-0.915	-1.375	0.024	-0.557	-0.359
O	20.794	4.384	24.81	-0.124	-0.293	-0.479
O	-20.176	1.256	24.051	-0.587	-0.23	0.082
O	-24.926	-2.309	-0.282	-0.093	0.203	-0.348
O	-24.229	2.319	-0.24	0.17	0.094	-0.597
O	-27.92	1.433	23.109	0.178	-0.352	0.465
O	8.456	-6.8	-2.767	-0.119	0.123	0.274
O	-26.211	3.488	-1.287	0.193	0.574	-0.48
O	-9.76	5.097	-3.277	-0.072	0.196	0.285
O	-24.62	8.192	-0.415	0.005	0.017	-0.36
O	-9.733	3.33	-1.457	0.451	-0.375	-0.216
O	-26.205	-6.182	-1.362	0.213	0.116	-0.74
O	-23.902	5.953	25.373	0.197	-0.302	-0.347
O	24.87	-1.94	24.269	0.493	0.494	-0.333
O	-20.371	4.841	-1.214	-0.69	-0.016	-0.265
O	17.916	-1.817	-1.345	0.618	-0.312	-0.272
O	-15.608	-1.47	-1.542	-0.223	0.359	-0.483
O	-17.982	0.656	-1.422	0.598	-0.193	-0.292
O	-32.096	7.216	-4.258	-0.148	0.414	0.346
O	21.604	4.933	-3.464	-0.314	0.516	0.237
O	-19.205	8.07	0.077	-0.259	-0.075	0.261
O	-20.32	-6.327	-1.18	-0.45	-0.145	-0.484
O	-28.568	0.558	-4.931	-0.453	-0.044	-0.144
O	-22.626	-6.557	-5.899	-0.128	-0.493	-0.238
O	-22.197	0.3	-0.272	-0.305	-0.242	-0.472
O	-29.552	5.621	22.207	0.133	-0.068	0.364
O	-7.094	-7.158	-4.789	-0.162	0.345	-0.556
O	-14.297	-3.395	-2.78	-0.389	-0.243	0.315
O	-9.722	0.876	-5.633	-0.328	-0.268	0.043
O	5.373	2.778	-3.078	0.016	-0.451	-0.143
O	16.889	-6.366	-6.859	0.386	-0.207	0.04
O	-31.723	-1.155	-1.082	-0.163	-0.274	-0.555
O	-5.037	-7.78	25.406	0.355	-0.202	0.285
O	-15.111	-6.855	-1.438	0.414	-0.114	-0.341
O	5.822	6.669	24.991	0.307	0.319	-0.406
O	-16.399	-5.235	-0.035	0.107	0.005	0.15
O	-11.107	0.39	-0.505	-0.092	-0.03	-0.336
O	-11.815	-2.672	-3.337	-0.008	0.684	0.31
O	-1.831	3.388	24.855	-0.025	0.447	0.079
O	-25.164	-3.463	-3.758	0.139	-0.127	-0.436
O	-10.295	-4.398	-4.628	0.475	-0.104	-0.172
O	23.459	4.323	-1.743	0.751	0.072	-0.265
O	-10.888	5.498	-0.522	0.102	0.152	-0.578
O	22.878	0.369	-3.051	0.016	-0.299	-0.031
O	29.572	-0.077	25.251	-0.387	-0.293	0.074
O	-8.267	-8.042	-0.344	-0.008	-0.294	-0.573
O	-16.811	1.956	-6.528	0.349	-0.215	0.247
O	-9.212	-5.669	-1.214	-0.498	0.076	-0.198
O	1.61	5.282	23.369	0.048	0.256	0.13
O	-7.361	-3.757	-1.041	0.15	0.73	-0.031
O	-7.235	1.138	-1.462	-0.361	0.657	-0.501
O	-5.406	0.05	-0.109	0.002	0.106	0.054
O	-2.637	2.672	-0.508	-0.046	-0.11	-0.306
O	-17.997	-4.494	-5.186	0.058	0.419	-0.131
O	-24	1.04	-7.001	0.21	0.156	-0.018
O	-5.411	7.538	-3.521	0.472	-0.309	-0.233
O	-0.199	5.693	-0.295	0.275	0.292	0.206
O	-13.262	2.502	-0.613	0.214	0.061	-0.513
O	-5.361	-5.292	-0.292	0.263	0.306	-0.119
O	-6.571	-6.932	-2.233	-0.239	0.293	0.531
O	-4.093	-1.852	-1.299	0.567	-0.041	0.019
O	-1.467	-3.823	-1.405	0.021	0.34	0.227
O	-10.773	7.306	-3.843	-0.3	-0.066	-0.567
O	14.916	0.915	25.988	-0.105	0.026	-0.55
O	-2.247	6.74	-1.568	-0.429	0.508	-0.24
O	2.484	-2.888	25.234	0.275	0.051	0.215
O	-10.017	3.653	-6.25	-0.08	-0.078	-0.157
O	16.012	7.941	-5.249	0.035	-0.225	0.092
O	29.35	-1.58	-1.206	0.391	-0.064	-0.008
O	11.402	1.705	24.659	0.274	-0.318	0.493
O	11.242	-3.795	-5.035	0.251	-0.008	-0.533
O	-21.854	-2.927	22.135	-0.015	-0.022	0.135
O	3.777	4.66	-2.387	0.089	0.193	0.245
O	-24.533	-7.468	-4.36	-0.244	0.242	0.13
O	11.93	-6.727	-5.489	-0.019	0.242	-0.559
O	18.188	-3.211	-3.503	0.856	-0.099	0.067
O	24.495	5	-7.112	-0.045	0.168	0.069
O	-18.737	0.105	22.176	0.016	-0.315	-0.255
O	-24.141	-2.779	24.352	0.316	0.35	-0.155
O	-11.205	6.087	25.605	-0.082	-0.561	0.124
O	-30.084	2.435	-3.984	-0.112	0.226	0.457
O	28.569	6.837	-2.343	-0.303	0.399	-0.304
O	-28.233	-6.486	-2.97	-0.109	0.092	0.154
O	-20.045	1.459	-2.8	0.121	0.514	0.439
O	-21.232	-1.761	-4.851	0.077	-0.757	-0.552
O	15.933	-6.77	-2.685	-0.115	-0.297	0.282
O	4.006	-7.731	24.959	0.099	0.199	-0.134
O	30.214	-2.911	-3.272	-0.121	-0.093	-0.634
O	27.237	-4.615	-5.922	-0.381	-0.06	-0.183
O	-31.487	-1.911	23.334	-0.006	-0.577	0.113
O	-14.193	6.032	-3.511	0.551	0.078	0.201
O	-17.953	2.354	23.127	0.538	0.069	0.197

Results
total energy: -406601.135 eV
total energy less fixed offsets of O -438.25, Si -107.07 eV per atom: 11.665 eV
